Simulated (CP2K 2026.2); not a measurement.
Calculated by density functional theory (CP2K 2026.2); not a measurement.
Periodic cell of 1182 atoms, Si850O332, from a study of silicon, its oxide and their interface. The atomic structure is a simulated model.
Doubt: the forces sum to 1.79 eV/angstrom along one axis rather than to zero, so they err by at least 0.0015 eV/angstrom per atom on average; the grid cutoff is modest.

Settings: functional PBE; method Gaussian and plane waves; basis set DZVP-MOLOPT-SR-GTH; pseudopotentials GTH-PBE; grid cutoff 350 Ry, relative cutoff 50 Ry; k points Gamma only; occupations fixed; spin none; net charge 0.

Cell vectors (angstrom)
a	16.4025	0	0
b	0	32.805	0
c	0	0	40.1815

Atoms: element, x, y, z (angstrom)
Si	16.2916	0.0289	40.0477
Si	1.9981	3.2118	40.0943
Si	16.3389	5.4714	0.2906
Si	2.19	8.5102	39.9572
Si	0.1583	10.6713	0.4256
Si	2.8075	13.3564	0.031
Si	16.3099	17.3285	39.7052
Si	2.945	19.3807	0.4184
Si	16.2436	21.9293	0.2968
Si	3.1964	24.1326	0.0687
Si	0.1144	27.5516	0.1931
Si	2.9684	29.9844	0.1263
Si	5.9939	0.6152	39.3459
Si	8.3682	2.8449	0.3433
Si	6.2057	4.8759	39.7506
Si	7.8932	8.1819	39.1428
Si	5.1234	11.1992	0.0761
Si	7.8705	13.8818	0.0861
Si	5.846	16.2612	40.1033
Si	7.8283	19.8383	0.1969
Si	5.5474	22.0006	0.5374
Si	8.2369	24.244	0.1214
Si	5.1848	27.6825	0.4072
Si	8.4437	29.5901	39.8976
Si	10.5014	0.5819	40.015
Si	14.2139	1.431	39.8496
Si	11.138	5.3227	40.0927
Si	14.2117	7.6925	39.9873
Si	11.4201	11.1392	39.9844
Si	13.4388	13.8916	40.1504
Si	11.2387	16.1923	39.8451
Si	14.3561	18.7709	0.0588
Si	10.7467	22.347	0.2991
Si	14.0221	24.2816	0.4569
Si	10.9254	27.5026	40.1199
Si	14.1817	29.5763	40.1771
Si	1.2029	1.4191	1.2756
Si	3.7269	3.8779	1.3876
Si	1.313	6.9462	1.4076
Si	3.9527	9.5072	1.1744
Si	1.4087	12.2483	1.5525
Si	4.0522	15.1015	1.1527
Si	1.358	17.967	1.374
Si	4.2446	20.5929	1.8501
Si	1.5746	23.104	1.4637
Si	4.1204	25.9031	1.5094
Si	1.4966	28.8104	1.587
Si	4.3409	31.5757	1.1286
Si	6.7673	1.4803	1.2909
Si	9.8786	4.1115	1.4867
Si	6.9487	6.81	0.7606
Si	9.8626	9.7311	0.9687
Si	6.7253	12.306	1.3788
Si	9.6043	15.1135	1.158
Si	6.9167	17.8709	1.3214
Si	9.6245	20.633	1.5257
Si	6.9756	23.2631	1.8256
Si	9.6126	25.9417	1.2637
Si	6.9415	28.7932	1.4605
Si	9.4964	31.4781	0.9824
Si	12.3485	1.1881	1.2542
Si	14.9588	3.9232	1.2688
Si	12.4004	6.8435	1.1534
Si	14.9863	9.3498	1.429
Si	12.302	12.464	1.462
Si	15.1204	15.0095	1.1452
Si	12.4344	17.7721	1.1059
Si	15.1031	20.3805	1.6368
Si	12.3701	23.2677	1.7554
Si	15.2169	26.02	1.4945
Si	12.4648	28.6309	1.3562
Si	15.1789	31.3201	1.3242
Si	16.2901	2.6713	2.7482
Si	2.8614	0.1186	2.5284
Si	16.3507	8.1395	2.8573
Si	2.6895	5.53	2.6847
Si	16.386	13.6917	2.6723
Si	2.747	10.83	2.7896
Si	0.0913	19.1245	2.9672
Si	2.7051	16.4227	2.606
Si	0.1768	24.5731	2.7986
Si	2.7939	21.8892	3.0551
Si	0.1009	30.1372	2.8641
Si	2.7864	27.3169	2.8726
Si	5.3174	2.6917	2.7165
Si	8.1621	32.7863	2.5476
Si	5.4709	8.0868	2.3518
Si	8.2901	5.579	2.4741
Si	5.3811	13.7359	2.6806
Si	8.284	10.8978	2.4675
Si	5.5881	19.053	2.9088
Si	8.3154	16.4803	2.6311
Si	5.5502	24.6828	2.9702
Si	8.3471	21.8645	3.054
Si	5.5542	30.235	2.707
Si	8.301	27.3331	2.735
Si	11.13	2.6486	2.7418
Si	13.6623	32.6423	2.6723
Si	10.9974	8.2665	2.4807
Si	13.5894	5.3698	2.5855
Si	10.8506	13.7692	2.6979
Si	13.6462	10.9104	2.6729
Si	11.0572	19.1037	2.6362
Si	13.7406	16.3927	2.6053
Si	10.9559	24.7047	2.8858
Si	13.7077	21.7607	2.9453
Si	10.9914	30.1485	2.5451
Si	13.7714	27.3361	2.8299
Si	1.3117	4.1098	4.044
Si	4.0814	1.3304	4.1377
Si	1.3453	9.5323	4.1564
Si	4.173	6.8446	3.969
Si	1.3853	15.037	4.0435
Si	4.1074	12.2919	4.0858
Si	1.4082	20.4975	4.3333
Si	4.0908	17.6915	4.122
Si	1.4257	25.9671	4.2514
Si	4.1767	23.2965	4.3153
Si	1.5304	31.5457	4.0608
Si	4.2011	28.7759	4.0981
Si	6.8475	4.1591	3.892
Si	9.5881	1.3207	3.9643
Si	6.8448	9.5036	3.8123
Si	9.6126	6.9133	3.9211
Si	6.8654	15.0793	3.9952
Si	9.5155	12.2892	3.9794
Si	6.9083	20.4597	4.2823
Si	9.6687	17.791	4.0635
Si	6.9436	26.0707	4.2263
Si	9.6646	23.3203	4.3122
Si	6.9163	31.5011	4.116
Si	9.6719	28.762	4.0281
Si	12.344	4.0815	4.121
Si	14.9808	1.2609	4.1009
Si	12.2724	9.5567	4.0169
Si	14.9677	6.6945	4.0761
Si	12.331	15.0651	4.0426
Si	15.0366	12.2885	4.0408
Si	12.2924	20.4125	4.2041
Si	15.0429	17.7092	4.1568
Si	12.373	26.0283	4.2085
Si	15.1259	23.2279	4.1839
Si	12.286	31.3885	4.0825
Si	15.1041	28.7395	4.1724
Si	16.3864	0.0232	16.385
Si	2.6955	2.7372	16.3674
Si	16.3581	5.4513	16.3618
Si	2.702	8.1828	16.3628
Si	16.3448	10.9084	16.3811
Si	2.7003	13.6449	16.4026
Si	16.3792	16.3764	16.4029
Si	2.739	19.1205	16.4316
Si	0.0032	21.8583	16.4383
Si	2.7518	24.6201	16.4331
Si	0.0141	27.3728	16.4246
Si	2.7374	30.1221	16.389
Si	5.4445	0.0367	16.3874
Si	8.1449	2.7371	16.3777
Si	5.4103	5.4516	16.3611
Si	8.14	8.1747	16.3782
Si	5.4317	10.9162	16.396
Si	8.1679	13.6579	16.4335
Si	5.4534	16.3902	16.4245
Si	8.1907	19.1338	16.4265
Si	5.4939	21.8758	16.4399
Si	8.226	24.6069	16.4071
Si	5.4864	27.3759	16.4008
Si	8.1985	30.1033	16.3887
Si	10.908	0.0077	16.388
Si	13.6227	2.7296	16.3696
Si	10.8574	5.4473	16.3806
Si	13.598	8.1767	16.3877
Si	10.8709	10.9044	16.3936
Si	13.6192	13.6428	16.3914
Si	10.8968	16.3883	16.4307
Si	13.6386	19.1071	16.4274
Si	10.9355	21.8689	16.4226
Si	13.671	24.6122	16.4157
Si	10.9543	27.3538	16.413
Si	13.6856	30.0927	16.4054
Si	1.3337	1.3909	17.7554
Si	4.0505	4.0914	17.7397
Si	1.3399	6.8029	17.7141
Si	4.0628	9.5351	17.7454
Si	1.3019	12.2802	17.7451
Si	4.0724	15.0149	17.7729
Si	1.3467	17.7407	17.7718
Si	4.1216	20.493	17.7928
Si	1.3832	23.237	17.7931
Si	4.1254	26.0171	17.7723
Si	1.3812	28.7721	17.7712
Si	4.0848	31.4889	17.7656
Si	6.7853	1.3963	17.7748
Si	9.4755	4.0967	17.7619
Si	6.7614	6.8051	17.7348
Si	9.4891	9.5369	17.7563
Si	6.7776	12.2895	17.782
Si	9.5167	15.0451	17.8162
Si	6.8122	17.7747	17.7943
Si	9.5632	20.5033	17.7904
Si	6.8811	23.2484	17.7997
Si	9.5903	25.9715	17.7703
Si	6.8461	28.7478	17.7679
Si	9.5433	31.461	17.7705
Si	12.2588	1.3743	17.7513
Si	14.9876	4.0848	17.7304
Si	12.2093	6.8083	17.7474
Si	14.9595	9.5521	17.7471
Si	12.2244	12.2886	17.7487
Si	14.9788	15.0222	17.7503
Si	12.2487	17.7597	17.8102
Si	15.0121	20.4768	17.7802
Si	12.2966	23.2497	17.7845
Si	15.031	25.9953	17.769
Si	12.3266	28.7249	17.7735
Si	15.05	31.4576	17.774
Si	16.3659	2.754	19.1222
Si	2.6981	0.0372	19.1319
Si	16.3533	8.1552	19.0486
Si	2.6797	5.4354	19.111
Si	16.3205	13.6414	19.1072
Si	2.6866	10.9121	19.0818
Si	16.3656	19.0882	19.1395
Si	2.7073	16.3756	19.1431
Si	16.3949	24.6241	19.1163
Si	2.7571	21.8569	19.1552
Si	0.0284	30.124	19.1758
Si	2.7736	27.4266	19.1196
Si	5.3957	2.7529	19.1425
Si	8.1442	0.0128	19.1307
Si	5.3957	8.1353	19.1199
Si	8.0631	5.4283	19.1385
Si	5.4324	13.6729	19.1661
Si	8.1148	10.8863	19.1333
Si	5.4765	19.14	19.1913
Si	8.1544	16.4342	19.1998
Si	5.5218	24.6629	19.1223
Si	8.2459	21.8787	19.1892
Si	5.4726	30.1342	19.1218
Si	8.2311	27.362	19.1035
Si	10.8236	2.6951	19.1024
Si	13.6601	0.0243	19.1012
Si	10.8009	8.1297	19.1299
Si	13.5694	5.4072	19.0755
Si	10.8833	13.6482	19.1513
Si	13.5543	10.9039	19.112
Si	10.8756	19.1299	19.1932
Si	13.6148	16.3663	19.1469
Si	10.9508	24.6246	19.1724
Si	13.6319	21.8451	19.1348
Si	10.9373	30.091	19.1076
Si	13.6868	27.3622	19.1614
Si	1.3055	4.1209	20.516
Si	4.0162	1.417	20.5121
Si	1.3286	9.5072	20.3964
Si	4.0553	6.7479	20.5006
Si	1.3012	14.993	20.4686
Si	4.0275	12.2835	20.4708
Si	1.3602	20.4432	20.4801
Si	4.0709	17.7518	20.524
Si	1.3565	26.0677	20.4076
Si	4.1751	23.2606	20.4495
Si	1.3998	31.4922	20.5755
Si	4.1343	28.7941	20.5209
Si	6.6853	4.121	20.5741
Si	9.4477	1.3838	20.5328
Si	6.7593	9.4766	20.4948
Si	9.394	6.7776	20.5263
Si	6.76	15.0824	20.5583
Si	9.4693	12.2863	20.4769
Si	6.8895	20.497	20.5622
Si	9.4918	17.8098	20.6114
Si	6.8537	26.069	20.504
Si	9.6221	23.2457	20.5701
Si	6.8	31.4784	20.5294
Si	9.6322	28.672	20.4674
Si	12.1765	4.0534	20.4448
Si	15.0153	1.3788	20.4863
Si	12.1737	9.511	20.4584
Si	14.9857	6.7599	20.3728
Si	12.2491	15.0132	20.5374
Si	14.8944	12.3121	20.4607
Si	12.2524	20.5042	20.537
Si	14.9816	17.7245	20.5094
Si	12.2982	26.0148	20.5499
Si	15.0232	23.2182	20.451
Si	12.2641	31.4977	20.4535
Si	15.065	28.7361	20.5318
Si	0.0316	0.1054	21.912
Si	2.6916	2.809	21.9212
Si	16.2823	5.4658	21.8513
Si	2.6449	8.1019	21.7836
Si	16.3025	10.8718	21.6478
Si	2.6677	13.6533	21.8546
Si	16.3257	16.3157	21.861
Si	2.6513	19.0377	21.8955
Si	16.4024	21.8407	21.7827
Si	2.8177	24.7514	21.6509
Si	0.0734	27.3823	21.8946
Si	2.8206	30.1443	21.9777
Si	5.3491	0.0371	21.8763
Si	8.0056	2.7149	21.9374
Si	5.3212	5.4431	22.051
Si	8.0092	8.0804	21.97
Si	5.3619	10.8537	21.7866
Si	8.1826	13.7279	21.8488
Si	5.4009	16.448	21.9782
Si	8.1637	19.1717	22.0999
Si	5.5489	21.9295	21.8596
Si	8.2533	24.7123	21.8336
Si	5.5469	27.4968	21.9032
Si	8.252	30.0386	21.7547
Si	10.8833	0.0298	21.8389
Si	13.5464	2.6978	21.7871
Si	10.709	5.3042	21.8046
Si	13.5848	8.0701	21.685
Si	10.72	10.8126	21.826
Si	13.5596	13.6305	21.9569
Si	10.8758	16.3922	21.9044
Si	13.5846	19.0772	21.8555
Si	10.9748	21.8744	22.0165
Si	13.6687	24.5738	21.8353
Si	10.9796	27.4087	21.9968
Si	13.641	30.1442	21.7893
Si	1.4005	1.4878	23.3712
Si	3.867	4.1557	23.4812
Si	1.2187	6.8707	23.2288
Si	4.0448	9.3888	23.1604
Si	1.2619	12.1497	23.0496
Si	3.935	15.1009	23.2929
Si	1.2647	17.5838	23.3279
Si	4.1053	20.4918	23.0788
Si	1.4489	23.3573	22.8919
Si	4.0946	26.1038	23.1083
Si	1.4535	28.7792	23.3405
Si	4.231	31.4776	23.439
Si	6.5566	1.4284	23.3382
Si	9.3596	4.0195	23.3653
Si	6.673	6.7535	23.4986
Si	9.3752	9.4598	23.2892
Si	6.7278	12.3065	23.033
Si	9.525	15.0757	23.3395
Si	6.7151	17.7977	23.4889
Si	9.5773	20.5909	23.4916
Si	6.9222	23.3895	23.2251
Si	9.6002	25.9445	23.3557
Si	7.0052	28.817	23.3272
Si	9.5629	31.3827	23.1372
Si	12.187	1.4099	23.2348
Si	14.8965	4.0339	23.1481
Si	12.184	6.6699	22.9653
Si	14.9848	9.456	22.9532
Si	12.0149	12.2031	23.1895
Si	15.0217	14.9983	23.368
Si	12.207	17.7531	23.2994
Si	15.0086	20.442	23.1442
Si	12.4197	23.2517	23.3677
Si	15.0729	25.9132	23.1499
Si	12.3783	28.8959	23.342
Si	15.0068	31.4903	23.1372
Si	16.2966	2.9231	24.6573
Si	2.8142	0.0687	24.7751
Si	16.3133	8.3534	24.5434
Si	2.3924	5.5624	24.819
Si	16.3988	13.3608	24.5765
Si	2.5887	10.7176	24.348
Si	16.3833	19.1122	24.539
Si	2.4438	16.164	24.893
Si	0.1195	24.5096	24.3608
Si	2.7756	22.0033	24.1988
Si	16.3901	30.2276	24.5106
Si	2.8741	27.3872	24.6664
Si	5.1175	2.7723	24.9956
Si	7.8264	32.465	24.2483
Si	5.287	8.1675	24.8432
Si	7.8987	5.2644	24.9384
Si	5.2916	13.57	24.3851
Si	7.9345	11.0052	24.5169
Si	5.2928	19.3268	24.719
Si	8.2024	16.4494	24.8334
Si	5.3471	24.6988	24.4376
Si	8.3661	22.2383	24.7495
Si	6.2547	30.6755	24.6523
Si	8.239	27.3457	24.7546
Si	10.6506	2.5132	24.7053
Si	13.726	0.1381	24.4417
Si	10.8625	7.9104	24.3811
Si	13.403	5.3017	24.4118
Si	10.7499	13.5421	24.7479
Si	13.4141	10.6191	24.1468
Si	11.013	19.1414	24.8788
Si	13.5763	16.4499	24.7235
Si	11.0232	24.5687	24.7508
Si	13.8674	21.8197	24.6622
Si	10.8427	30.2026	24.7387
Si	13.7503	27.3308	24.4531
Si	0.4867	4.7544	26.1471
Si	4.0076	1.2254	26.5216
Si	1.6262	9.5417	26.1592
Si	3.6162	7.0568	26.2079
Si	1.5964	14.2083	26.1334
Si	3.9655	12.1244	25.5525
Si	1.2727	20.762	25.4139
Si	3.5615	18.7749	26.3451
Si	1.3388	25.9889	25.6763
Si	4.0737	23.1409	25.7416
Si	1.0147	31.8101	25.7993
Si	4.512	27.829	26.5258
Si	6.8926	3.5934	26.4163
Si	8.7469	1.0153	25.9229
Si	6.3097	10.0627	25.966
Si	10.3963	6.3198	26.1218
Si	7.5067	14.5822	26.1653
Si	8.8983	12.6006	25.9498
Si	6.478	21.167	25.6257
Si	9.6898	17.6372	26.3159
Si	6.2814	26.3936	25.7427
Si	9.9942	23.3701	26.5603
Si	5.9946	30.1134	27.0199
Si	9.8572	28.5428	26.0766
Si	11.7373	4.2875	25.868
Si	15.175	1.2679	25.8911
Si	12.5194	8.9738	25.6065
Si	14.7641	6.8854	25.4814
Si	12.6479	14.5826	25.8304
Si	14.6481	12.0065	25.4742
Si	12.7885	20.2281	26.0268
Si	14.1328	18.3065	26.2773
Si	12.1363	26.3302	25.768
Si	15.9775	22.5065	25.578
Si	12.5153	32.3817	26.3053
Si	15.2591	27.9693	26.098
Si	0.7879	30.9885	28.5409
Si	2.6702	4.7934	33.2194
Si	1.0935	3.9978	29.2128
Si	6.8906	2.6234	29.5466
Si	14.6586	15.2343	30.5117
Si	15.175	8.2387	32.1437
Si	0.1285	13.5017	28.9097
Si	5.2746	19.0124	28.8638
Si	13.3331	21.9463	31.5072
Si	5.2186	25.6912	28.372
Si	12.7	24.7088	35.8594
Si	2.872	24.0297	27.5591
Si	4.3305	30.2543	32.1477
Si	9.4024	1.8967	31.2804
Si	4.2807	7.1693	34.4339
Si	5.2327	9.4061	32.3917
Si	10.9953	8.6366	28.0736
Si	8.18	16.5047	30.9
Si	6.3908	18.7081	31.4304
Si	7.9119	19.564	27.9717
Si	6.7738	14.6386	29.1775
Si	6.9948	24.3534	30.4117
Si	1.6373	29.8484	31.096
Si	12.8706	2.1389	27.757
Si	7.1998	12.0703	30.5507
Si	8.4212	10.4311	28.2074
Si	2.1347	11.2263	28.9264
Si	10.5635	15.9887	28.8146
Si	12.8678	19.1569	31.9641
Si	12.4074	22.2129	28.406
Si	0.8555	23.952	32.7588
Si	8.1342	28.4416	28.5041
Si	13.9883	26.4184	28.1604
Si	14.4088	3.1173	33.0912
Si	3.6056	5.9837	29.145
Si	3.0778	8.6567	30.5833
Si	4.6887	12.1926	36.1715
Si	4.407	13.0847	29.9122
Si	5.2389	18.5386	34.1617
Si	4.3778	21.3944	33.4747
Si	7.3056	29.861	31.2105
Si	4.02	22.8112	36.3272
Si	3.2921	25.0247	34.5219
Si	2.0893	1.0181	29.2413
Si	9.4924	31.7695	30.7223
Si	5.0461	4.3989	31.2735
Si	6.1512	4.7927	34.0337
Si	8.0774	10.4307	32.7971
Si	11.6684	18.9712	34.582
Si	5.8637	23.8619	33.141
Si	9.1724	25.4527	28.6751
Si	14.1364	24.3999	33.359
Si	6.6569	0.0909	27.891
Si	14.1099	31.1143	28.7359
Si	13.008	9.4208	30.195
Si	12.4303	13.962	28.7627
Si	3.5349	14.2632	32.6363
Si	13.2583	17.6371	29.3349
Si	9.3653	21.0136	35.2169
Si	0.8088	29.3005	33.7692
Si	12.5398	29.8679	32.3352
Si	14.0503	32.291	31.482
Si	16.2483	0.6524	33.438
Si	6.9111	29.3931	36.9982
Si	14.0497	11.6182	28.2992
Si	1.2914	9.1891	32.9069
Si	15.8879	11.4362	36.4137
Si	3.3665	11.3742	33.6444
Si	1.8035	17.629	37.0728
Si	5.5291	14.7057	34.5989
Si	3.0966	16.4421	34.6162
Si	15.8734	31.2078	35.6369
Si	3.4716	30.0303	34.8106
Si	9.6618	1.358	34.3686
Si	10.4582	31.3804	33.7536
Si	5.2718	5.3473	37.7397
Si	8.3836	15.948	33.9442
Si	9.1648	11.0185	35.4556
Si	6.7346	21.1596	29.986
Si	11.5759	17.5738	37.132
Si	11.6724	29.8061	30.1639
Si	9.4907	19.5029	37.6349
Si	8.3133	23.8747	35.0913
Si	11.9335	27.3492	37.0848
Si	16.2151	5.2289	31.8195
Si	12.4525	1.9074	30.9662
Si	12.0632	9.814	35.0839
Si	15.8027	8.7583	34.893
Si	16.1118	14.3589	35.8175
Si	11.2032	10.4105	32.463
Si	1.0646	23.0469	29.9838
Si	14.6942	19.537	35.3556
Si	11.6142	26.7794	29.9311
Si	1.5944	21.1421	32.1265
Si	12.3456	0.4062	37.4956
Si	15.1367	23.7079	28.32
Si	3.3073	1.5135	37.8105
Si	3.8454	3.5302	35.6241
Si	14.4827	14.8163	33.6103
Si	3.725	7.93	37.4489
Si	1.8912	13.0595	37.3257
Si	5.6131	10.2542	38.2427
Si	12.759	23.0533	38.3331
Si	3.0033	20.2164	37.7055
Si	2.265	26.2182	38.2721
Si	2.2603	27.5173	35.604
Si	1.3383	31.8073	38.2213
Si	7.8175	30.0472	34.2559
Si	7.2704	1.2285	36.5845
Si	7.6578	4.3229	36.2738
Si	9.3875	12.4921	37.9207
Si	12.193	5.3827	37.2547
Si	4.3872	17.9358	38.4626
Si	10.1312	13.7993	35.3784
Si	7.8402	18.5762	35.3198
Si	14.2831	16.6336	35.9171
Si	5.3766	26.8916	37.8763
Si	6.6179	24.1685	37.4994
Si	5.7457	31.7263	35.568
Si	9.5064	6.1474	37.7522
Si	12.1113	2.7825	35.368
Si	13.8556	7.8215	36.8998
Si	14.1806	11.508	38.8012
Si	12.4979	12.5375	34.16
Si	15.4356	20.1164	32.5521
Si	14.9033	20.8365	38.1183
Si	10.3828	26.0933	34.9235
Si	12.2645	26.8825	32.7926
Si	2.4001	32.588	31.9519
Si	13.1972	30.3181	37.2159
O	14.5393	3.0702	39.9933
O	0.6029	31.2819	36.8332
O	2.4436	2.6091	38.6432
O	5.3744	32.0194	39.9819
O	15.3478	6.5146	39.5972
O	0.9942	4.4751	39.6182
O	2.4052	7.8428	38.4236
O	1.11	9.7341	39.5909
O	15.2926	15.5392	36.6136
O	15.4846	11.617	39.7754
O	3.9842	12.3186	39.7415
O	1.8401	13.598	38.8679
O	0.557	17.3979	38.1356
O	16.013	15.7483	40.0873
O	2.4863	20.2646	39.2595
O	16.272	21.2337	38.9396
O	15.2448	23.2348	0.0914
O	13.2059	24.3895	39.1868
O	2.4774	24.6729	38.82
O	1.5955	26.6494	36.8228
O	1.2296	26.8875	39.345
O	15.3743	28.51	39.5949
O	4.105	28.8049	39.9081
O	2.1287	30.5285	38.9403
O	7.1735	0.5855	38.1196
O	7.5922	29.0374	35.528
O	9.7762	5.9229	39.3509
O	7.4884	3.819	39.4901
O	3.5397	2.0709	36.28
O	2.6093	3.9164	34.6105
O	10.6639	11.9362	38.7606
O	9.1262	9.002	39.8521
O	8.255	12.988	38.9433
O	6.8862	9.2605	38.4234
O	9.8708	13.7526	36.9879
O	6.8625	15.0306	39.6491
O	4.4513	19.3909	37.6789
O	5.6878	16.9802	38.5805
O	8.7941	19.5182	39.0795
O	11.0717	19.0375	37.7198
O	4.4432	23.0344	39.8934
O	6.6262	20.9473	39.8861
O	7.1191	24.2406	39.0558
O	8.0051	23.888	36.6859
O	6.034	26.9494	39.36
O	5.9821	25.6146	37.0733
O	7.8499	29.4991	38.33
O	12.2885	31.6558	36.9731
O	9.3645	1.7805	39.7171
O	11.0387	0.4844	38.4573
O	12.0797	4.077	36.326
O	13.6544	0.8955	38.377
O	12.1486	4.8512	38.8222
O	6.5912	5.4139	36.7911
O	13.7868	8.2284	38.475
O	11.8828	9.3407	33.5173
O	12.8951	10.6222	39.3448
O	12.7914	8.7254	36.0299
O	15.3583	12.917	35.9777
O	13.7259	13.0805	38.7175
O	10.8714	16.5606	38.2227
O	12.4017	15.0587	39.6506
O	15.2947	20.2378	36.6762
O	14.0042	19.72	38.9089
O	9.4931	23.2518	39.8482
O	11.6906	22.0901	39.1201
O	13.482	25.8785	33.1714
O	12.1473	23.6621	36.9632
O	11.689	27.1362	38.6838
O	10.5024	26.9661	36.3198
O	14.5219	30.7103	36.372
O	13.5227	30.2345	38.8129
O	4.8293	5.6048	30.1784
O	0.6564	4.1208	27.6569
O	5.5027	0.5861	26.8347
O	3.1273	1.2383	27.9651
O	1.6364	10.6197	27.4747
O	2.6178	8.3084	26.6669
O	3.6474	4.0968	32.086
O	4.0947	6.2154	27.5935
O	3.4992	12.1347	28.9549
O	0.8409	14.2602	27.6375
O	2.8965	13.18	26.3264
O	5.0579	11.1233	26.4212
O	2.3519	19.9033	26.4073
O	3.0815	17.2466	25.9879
O	5.1862	18.3535	30.3604
O	4.0393	18.6447	27.918
O	15.5016	29.5493	25.7671
O	0.2695	27.1547	26.21
O	5.3083	22.1325	26.3221
O	1.9748	25.3116	27.0479
O	1.3434	29.7757	29.5079
O	1.4997	30.8652	27.081
O	4.4642	29.4697	26.8616
O	4.4902	29.5145	33.6176
O	7.9798	2.454	25.9884
O	6.9059	3.4931	28.1321
O	8.1883	0.1918	27.2893
O	5.6234	3.1088	30.4643
O	7.2111	9.7279	27.3331
O	12.095	8.4552	29.2649
O	10.6966	7.1232	27.5448
O	4.7177	8.5117	33.6464
O	9.0275	11.7264	27.3968
O	7.4332	15.0533	27.7598
O	5.9303	14.285	25.7652
O	9.4037	16.3781	29.863
O	7.4427	20.552	26.7948
O	6.6972	18.4862	28.2238
O	9.2191	18.7335	27.4995
O	10.2375	16.348	27.2385
O	9.3142	29.1236	27.5737
O	6.0191	25.497	29.78
O	10.9956	22.8325	27.8105
O	9.1127	24.5573	27.3121
O	6.2317	31.32	28.123
O	6.7722	28.8065	27.6613
O	10.7225	25.7625	29.0453
O	8.7574	6.1005	26.1261
O	12.3912	3.6347	27.2885
O	14.4219	1.8464	27.2663
O	16.3388	0.1653	26.3789
O	11.6866	9.5858	26.9139
O	9.607	9.3546	28.5225
O	13.6418	7.8951	26.2788
O	15.7311	5.9364	26.4903
O	12.8041	14.8916	27.4628
O	13.705	13.3227	25.7488
O	1.0164	12.2701	29.5211
O	14.5278	11.0423	26.8488
O	12.5726	20.7862	27.6231
O	15.7617	18.5346	26.0293
O	13.8438	18.096	27.8957
O	14.4718	16.7464	29.9523
O	11.0651	27.4426	26.4185
O	12.9952	25.7442	27.0557
O	1.9319	23.2463	28.6408
O	15.9896	23.181	27.0656
O	13.5377	31.7038	27.3559
O	11.31	31.3705	25.8773
O	14.5829	27.8232	27.5915
O	13.1831	26.7354	29.5319
O	15.6155	30.602	28.458
O	1.0998	32.5411	28.9963
O	2.9203	7.3909	29.5987
O	15.025	4.5842	32.7403
O	2.5228	4.7818	29.3192
O	1.1932	4.9583	32.6218
O	15.8487	6.8148	31.7308
O	2.9834	12.9472	33.4347
O	14.0354	10.3904	29.3694
O	5.114	14.4864	33.026
O	3.505	13.9063	31.0362
O	16.1047	14.6167	30.0389
O	2.7042	15.5801	33.2369
O	4.3354	15.5911	35.3092
O	5.94	17.9703	32.8042
O	12.482	20.7376	32.2252
O	0.683	29.0095	32.1521
O	5.755	28.2631	37.106
O	4.1151	24.5202	28.4918
O	15.8646	23.0691	29.6342
O	1.0614	27.8917	34.5518
O	5.697	30.089	31.2905
O	3.8199	31.8258	32.3823
O	7.9438	31.2794	30.7068
O	1.2609	2.3985	29.4918
O	9.5179	0.5378	30.3729
O	6.6134	1.0321	29.2272
O	7.7273	11.8819	32.0953
O	8.2675	2.787	30.4813
O	5.6348	6.263	34.5282
O	4.5466	10.8753	32.6397
O	6.869	9.4256	32.3262
O	6.8354	15.8737	30.2282
O	10.8729	14.3855	29.0578
O	5.2104	14.188	29.0017
O	7.8663	18.0897	31.0932
O	9.2601	22.5724	34.7346
O	6.6082	20.3466	31.4271
O	5.4494	20.6497	29.0782
O	6.7024	22.7739	30.0654
O	8.3905	26.8477	28.4475
O	8.5251	24.6501	29.9487
O	7.8425	28.796	30.0898
O	3.1986	29.4303	31.3042
O	11.9599	0.9707	27.0032
O	12.7036	1.9878	29.3669
O	6.1797	4.7825	32.4022
O	7.7916	10.8485	29.6593
O	9.6055	10.0642	32.3217
O	15.1244	12.8072	28.5209
O	13.3845	14.3244	30.0404
O	11.8803	16.8192	29.2138
O	12.7861	18.8272	30.3718
O	11.1608	17.7174	35.5231
O	12.5952	22.1019	30.0492
O	0.6144	19.8324	32.242
O	13.6215	23.2212	28.0405
O	11.5436	26.2864	31.4664
O	6.3384	25.4974	27.1939
O	13.8672	30.8206	32.161
O	13.0114	28.3255	32.6408
O	2.8373	0.722	30.6797
O	1.4701	0.6037	33.0608
O	3.2242	6.2788	33.5793
O	1.9752	10.5836	33.3696
O	3.5738	7.5906	35.851
O	4.6661	8.8557	30.9561
O	3.9498	11.1534	35.1443
O	1.2326	14.217	36.3596
O	5.6016	13.2931	35.386
O	5.5666	12.1212	30.5567
O	3.7508	17.9119	34.2786
O	3.1511	17.0819	37.8272
O	5.2155	20.1299	33.9774
O	4.01	22.1691	34.8343
O	1.8997	24.7281	33.7257
O	2.0599	30.3462	34.0451
O	3.3115	24.2522	35.9815
O	3.0925	28.9107	35.951
O	4.1453	31.3994	35.3973
O	15.9712	30.0662	34.4557
O	7.8088	29.4227	32.7318
O	1.3842	31.4069	31.4896
O	9.9799	31.5558	32.2343
O	10.5101	30.918	29.7741
O	8.9852	1.6158	32.8683
O	7.6561	4.465	34.6245
O	4.9782	4.3312	0.4414
O	9.0603	4.7824	36.95
O	9.4008	12.4793	34.7476
O	8.0572	10.3549	34.4497
O	8.4954	15.7688	32.326
O	8.5197	17.5345	34.2669
O	8.1072	20.5576	29.2772
O	8.0524	20.1187	34.7729
O	6.7945	24.5491	32.0087
O	4.4027	27.0906	28.0335
O	10.9613	27.0989	33.776
O	13.9331	24.0868	34.9694
O	6.2416	30.8777	36.8683
O	11.791	30.4504	33.6965
O	10.9431	2.4893	31.2939
O	12.6557	0.3819	31.6006
O	13.9171	8.5021	31.1727
O	11.9373	10.3121	31.0307
O	7.6935	13.4669	29.8734
O	12.584	12.3709	28.4124
O	11.5153	11.9416	32.9811
O	13.7625	13.3454	33.5303
O	3.1368	21.7497	37.1984
O	15.3415	20.421	34.1521
O	1.2782	24.173	31.1812
O	15.7312	24.4452	33.0406
O	3.1119	20.8359	32.6153
O	13.3467	23.3387	32.3721
O	15.1594	25.3295	28.4753
O	9.7603	28.6094	39.7312
O	14.3072	32.2505	29.8851
O	15.6859	2.1877	33.5594
O	13.2934	3.0567	34.2798
O	0.0147	4.608	30.3045
O	6.0091	0.5116	35.7887
O	4.7249	1.3563	38.5985
O	15.919	10.3714	35.1769
O	16.3228	9.4246	32.022
O	14.7103	8.3331	33.7272
O	0.8678	8.3421	34.2638
O	2.3768	9.9721	29.9409
O	14.7504	10.8581	37.4259
O	0.9944	11.6903	37.053
O	2.3078	8.3366	31.9851
O	4.3155	9.4197	37.6851
O	14.0312	22.1714	37.8984
O	4.0561	18.2591	40.0388
O	3.4618	12.9054	36.9666
O	1.9742	19.261	36.8251
O	4.5972	24.7716	33.5835
O	1.8229	16.8148	35.6142
O	15.9134	32.655	34.8378
O	2.4639	0.1195	37.7818
O	5.2599	22.4441	32.588
O	3.7743	26.7947	38.1034
O	4.0776	4.5695	36.8796
O	5.1762	3.607	34.6456
O	10.677	0.0712	34.3406
O	9.2888	30.6521	34.5984
O	8.4543	7.3758	37.7923
O	4.7723	6.8583	38.0671
O	6.9868	15.3989	34.5893
O	5.7706	11.4479	37.1265
O	9.5882	15.1407	34.6665
O	8.7261	11.3075	36.9958
O	10.5307	10.1242	35.5852
O	8.5916	18.4362	36.7563
O	6.2365	18.2301	35.4213
O	13.16	17.1101	37.0213
O	15.1228	17.9508	35.4072
O	10.6481	20.2462	34.5571
O	5.4727	23.0528	37.0576
O	3.3694	26.6091	34.8408
O	6.8678	23.6497	34.3894
O	9.4594	20.9513	36.8568
O	10.6195	2.6479	34.6841
O	6.667	31.2314	34.2929
O	13.0014	26.2125	36.5021
O	11.0549	28.3154	29.8261
O	7.1455	2.8453	36.7245
O	8.5819	1.0477	35.5752
O	13.6292	2.7524	31.7027
O	15.3741	0.0765	32.1897
O	13.5132	6.2204	36.798
O	12.9217	11.2312	35.0716
O	10.9582	6.4579	37.0557
O	15.363	7.997	36.2612
O	11.7215	13.6452	35.0707
O	13.6705	15.8734	34.5801
O	14.6257	15.3763	32.118
O	14.4476	18.8343	32.3262
O	11.899	18.3879	33.0483
O	13.0627	19.568	35.2084
O	16.0103	14.6851	34.2137
O	1.5635	21.603	30.5647
O	13.0218	30.0132	29.2524
O	8.9431	25.3461	34.6742
O	14.8858	21.3483	31.5931
O	0.9812	22.3436	33.0652
O	12.3644	1.4248	36.2228
O	12.4847	28.882	36.7749
O	11.4121	24.8294	34.8688
Si	0.0547	0.0009	5.4458
Si	2.7087	2.7524	5.4226
Si	16.3766	5.4254	5.4687
Si	2.7837	8.1654	5.4083
Si	16.3874	10.9418	5.4569
Si	2.7293	13.6586	5.439
Si	0.0275	16.3507	5.4852
Si	2.7969	19.0784	5.5652
Si	0.0282	21.8814	5.6193
Si	2.7862	24.637	5.639
Si	0.0376	27.3637	5.5469
Si	2.8068	30.1162	5.4685
Si	5.5027	0.0118	5.4732
Si	8.2067	2.7566	5.2981
Si	5.5073	5.4676	5.3487
Si	8.2024	8.2219	5.3114
Si	5.5328	10.8788	5.3292
Si	8.1846	13.6618	5.3769
Si	5.5018	16.3666	5.4595
Si	8.3064	19.085	5.5453
Si	5.5292	21.8585	5.6002
Si	8.2448	24.6611	5.6042
Si	5.5307	27.4248	5.528
Si	8.2731	30.0871	5.4387
Si	10.9246	32.7959	5.4135
Si	13.6864	2.6992	5.4636
Si	10.9105	5.4936	5.3619
Si	13.6371	8.1688	5.3954
Si	10.9071	10.9455	5.3744
Si	13.6664	13.6535	5.4156
Si	10.9782	16.399	5.4566
Si	13.6909	19.0777	5.5427
Si	11.0001	21.853	5.5759
Si	13.7383	24.6106	5.5333
Si	10.979	27.4147	5.5052
Si	13.6817	30.0794	5.4906
Si	1.3706	1.396	6.8279
Si	4.1173	4.1245	6.7494
Si	1.3772	6.8219	6.7771
Si	4.1426	9.5609	6.7516
Si	1.3641	12.2978	6.8153
Si	4.1145	15.0034	6.8173
Si	1.3784	17.7237	6.8788
Si	4.1439	20.4726	6.9217
Si	1.4073	23.2496	6.9602
Si	4.1718	26.0438	6.9151
Si	1.4237	28.7548	6.8578
Si	4.1515	31.4627	6.8563
Si	6.8673	1.4249	6.7646
Si	9.5539	4.1075	6.7259
Si	6.8577	6.8478	6.7235
Si	9.5402	9.5752	6.7375
Si	6.8377	12.2745	6.748
Si	9.5706	15.0098	6.7737
Si	6.8716	17.727	6.8512
Si	9.6193	20.4876	6.9214
Si	6.8836	23.2566	6.938
Si	9.6334	26.039	6.9032
Si	6.9096	28.7682	6.8695
Si	9.5962	31.4546	6.8288
Si	12.2865	1.3551	6.7987
Si	15.0267	4.069	6.837
Si	12.2639	6.8308	6.7747
Si	15.0042	9.5469	6.7772
Si	12.2785	12.2906	6.7748
Si	15.0354	14.9904	6.826
Si	12.3126	17.7289	6.8883
Si	15.0456	20.4722	6.9122
Si	12.3724	23.2381	6.9081
Si	15.0781	25.9889	6.9071
Si	12.338	28.7412	6.8902
Si	15.0699	31.455	6.8237
Si	16.4011	2.735	8.2054
Si	2.751	0.0275	8.185
Si	16.3948	8.1905	8.1379
Si	2.745	5.4665	8.1449
Si	16.3998	13.6402	8.2018
Si	2.7527	10.9136	8.1392
Si	0.0212	19.1007	8.252
Si	2.7574	16.3582	8.2204
Si	0.0294	24.6247	8.2873
Si	2.7715	21.8492	8.2788
Si	0.0257	30.0992	8.2106
Si	2.7708	27.3892	8.2502
Si	5.4769	2.7644	8.1364
Si	8.2123	0.04	8.1562
Si	5.4889	8.192	8.1278
Si	8.2002	5.4757	8.113
Si	5.477	13.6208	8.1608
Si	8.1957	10.9287	8.1386
Si	5.5179	19.0949	8.2473
Si	8.2252	16.3506	8.2
Si	5.5048	24.6354	8.2716
Si	8.2451	21.864	8.272
Si	5.5146	30.1078	8.2278
Si	8.2409	27.3835	8.2529
Si	10.9145	2.7505	8.1322
Si	13.6743	0.0125	8.1764
Si	10.8993	8.21	8.1287
Si	13.639	5.4663	8.151
Si	10.9255	13.6504	8.1618
Si	13.6409	10.9183	8.1491
Si	10.9678	19.1045	8.266
Si	13.6857	16.3551	8.2225
Si	10.9859	24.6246	8.2445
Si	13.7043	21.8551	8.2797
Si	10.9533	30.1065	8.2253
Si	13.6946	27.3575	8.248
Si	1.3721	4.1187	9.5341
Si	4.1191	1.4023	9.5302
Si	1.362	9.5592	9.5075
Si	4.1049	6.8425	9.5063
Si	1.366	15.0045	9.5754
Si	4.0973	12.2756	9.5349
Si	1.384	20.4796	9.6177
Si	4.1177	17.7368	9.5909
Si	1.4066	26.0066	9.616
Si	4.1312	23.2473	9.619
Si	1.388	31.4705	9.5672
Si	4.1441	28.747	9.6023
Si	6.8348	4.1277	9.5077
Si	9.5707	1.3943	9.5326
Si	6.8313	9.5642	9.5139
Si	9.5485	6.8373	9.5056
Si	6.832	14.9924	9.5493
Si	9.5531	12.2869	9.5283
Si	6.8618	20.4875	9.6125
Si	9.5712	17.7301	9.5885
Si	6.8752	26.0055	9.6166
Si	9.6107	23.2521	9.6111
Si	6.8686	31.49	9.5669
Si	9.6013	28.7453	9.6091
Si	12.2747	4.106	9.5204
Si	15.0266	1.3752	9.558
Si	12.2678	9.5604	9.5174
Si	15.0159	6.8339	9.5121
Si	12.2887	14.9988	9.563
Si	15.0108	12.2713	9.541
Si	12.3236	20.4865	9.6249
Si	15.0406	17.7337	9.598
Si	12.3378	25.988	9.6187
Si	15.0669	23.2372	9.633
Si	12.3225	31.468	9.5736
Si	15.0681	28.7307	9.591
Si	16.4	0.017	10.9233
Si	2.7339	2.7511	10.8974
Si	16.3827	5.4744	10.8899
Si	2.7225	8.1948	10.8829
Si	16.3899	10.9097	10.8977
Si	2.7351	13.6339	10.9261
Si	0.0056	16.3702	10.9566
Si	2.7529	19.1075	10.9685
Si	0.0265	21.8585	10.9865
Si	2.7585	24.6176	10.9778
Si	0.0227	27.3631	10.9685
Si	2.7499	30.1046	10.9431
Si	5.4736	0.0364	10.9121
Si	8.19	2.7572	10.8887
Si	5.46	5.4788	10.8838
Si	8.1869	8.198	10.8878
Si	5.4602	10.914	10.9022
Si	8.1938	13.6384	10.9231
Si	5.4798	16.3616	10.9426
Si	8.2168	19.106	10.9644
Si	5.4909	21.8635	10.9725
Si	8.2312	24.6167	10.9696
Si	5.4928	27.3651	10.9716
Si	8.2163	30.1124	10.9478
Si	10.9329	0.029	10.9164
Si	13.6432	2.7472	10.9015
Si	10.909	5.4745	10.8863
Si	13.6415	8.1956	10.8847
Si	10.9117	10.9225	10.9033
Si	13.6531	13.6348	10.928
Si	10.9359	16.3673	10.9489
Si	13.6851	19.1088	10.9746
Si	10.9573	21.8658	10.9771
Si	13.6943	24.6096	10.9836
Si	10.9582	27.359	10.9659
Si	13.6828	30.0931	10.9412
Si	1.3626	1.3925	12.2718
Si	4.091	4.1192	12.2591
Si	1.3422	6.8406	12.258
Si	4.0778	9.5584	12.2663
Si	1.3449	12.2769	12.2808
Si	4.0938	15.0062	12.3033
Si	1.3675	17.7464	12.3256
Si	4.1119	20.4939	12.3307
Si	1.3905	23.242	12.3433
Si	4.1245	25.9911	12.3358
Si	1.3902	28.7352	12.3197
Si	4.1136	31.4775	12.2923
Si	6.8333	1.3983	12.2752
Si	9.5469	4.1144	12.2657
Si	6.8151	6.841	12.259
Si	9.5395	9.562	12.2719
Si	6.813	12.282	12.2863
Si	9.5484	15.01	12.3039
Si	6.8317	17.7435	12.3178
Si	9.5768	20.4894	12.3239
Si	6.8555	23.2437	12.3286
Si	9.5917	25.989	12.3299
Si	6.8572	28.7408	12.3223
Si	9.5822	31.4719	12.3068
Si	12.289	1.3886	12.2879
Si	15.0099	4.1142	12.265
Si	12.2718	6.8358	12.261
Si	15.0055	9.5551	12.2657
Si	12.2686	12.2818	12.2902
Si	15.0155	15.0071	12.303
Si	12.2941	17.745	12.3203
Si	15.0483	20.4877	12.3382
Si	12.3234	23.2362	12.3398
Si	15.0628	25.9859	12.3351
Si	12.3248	28.728	12.3198
Si	15.0425	31.4597	12.3022
Si	16.3754	2.7431	13.631
Si	2.7264	0.0298	13.6424
Si	16.3665	8.1895	13.6384
Si	2.7047	5.4692	13.6222
Si	16.3819	13.6391	13.6614
Si	2.7076	10.9133	13.6492
Si	0.005	19.1163	13.7024
Si	2.7326	16.3749	13.6817
Si	0.0185	24.6121	13.7067
Si	2.7527	21.8662	13.7084
Si	0.0082	30.0977	13.6708
Si	2.7476	27.3606	13.6914
Si	5.4459	2.7503	13.6306
Si	8.1908	0.0288	13.6511
Si	5.4419	8.1947	13.6325
Si	8.1668	5.4685	13.6299
Si	5.454	13.6433	13.6741
Si	8.1732	10.9197	13.6553
Si	5.4725	19.1194	13.6917
Si	8.1914	16.3782	13.6856
Si	5.4876	24.6132	13.697
Si	8.2125	21.8623	13.6875
Si	5.4718	30.1085	13.6665
Si	8.2191	27.3603	13.685
Si	10.9033	2.746	13.6434
Si	13.6546	0.0144	13.6528
Si	10.8972	8.189	13.6382
Si	13.6294	5.4683	13.6371
Si	10.9049	13.6445	13.6732
Si	13.6327	10.9101	13.6481
Si	10.9326	19.1183	13.6919
Si	13.6521	16.3741	13.6825
Si	10.9512	24.6104	13.6902
Si	13.682	21.8593	13.7041
Si	10.9447	30.0932	13.6732
Si	13.687	27.3557	13.6869
Si	1.3374	4.1046	14.9939
Si	4.0839	1.3916	15.0076
Si	1.3259	9.5535	15.0124
Si	4.0676	6.8288	14.9899
Si	1.3436	15.011	15.0316
Si	4.0673	12.2801	15.0286
Si	1.3738	20.4928	15.067
Si	4.0941	17.7522	15.051
Si	1.3832	25.9923	15.0669
Si	4.1227	23.2443	15.0715
Si	1.3669	31.4778	15.0214
Si	4.1121	28.7432	15.0405
Si	6.799	4.1075	15.001
Si	9.5442	1.3855	15.0259
Si	6.7947	9.5577	15.0145
Si	9.5201	6.828	15.005
Si	6.8134	15.018	15.0511
Si	9.521	12.2905	15.0395
Si	6.8367	20.5011	15.0536
Si	9.5485	17.7586	15.0542
Si	6.8559	25.9892	15.053
Si	9.5823	23.2339	15.0444
Si	6.8284	31.4773	15.0314
Si	9.5836	28.7279	15.0484
Si	12.2577	4.1083	15.0139
Si	15.0146	1.3806	15.0126
Si	12.2504	9.5535	15.0164
Si	14.9886	6.8313	15.0115
Si	12.2594	15.0226	15.0436
Si	14.9911	12.2823	15.0174
Si	12.2969	20.492	15.0582
Si	15.0137	17.7498	15.0502
Si	12.3161	25.985	15.0466
Si	15.0483	23.2355	15.0666
Si	12.305	31.456	15.0407
Si	15.0541	28.7282	15.0434

Results
total energy: -236488.330 eV
total energy less fixed offsets of O -438.35, Si -107.03 eV per atom: 19.370 eV

Forces (eV/angstrom), in the order of the atoms: element, x, y, z
Si	-0.3546	0.109	0.0018
Si	-0.3253	-0.169	0.2274
Si	0.2468	0.1486	-0.1988
Si	-0.0065	-0.0775	-0.1725
Si	-0.1318	0.0731	-0.4215
Si	-0.3738	0.1951	0.0063
Si	0.5223	0.237	-0.0278
Si	0.1311	0.0119	0.0277
Si	-0.0824	-0.0005	-0.2325
Si	0.2221	-0.0034	0.1023
Si	-0.0074	0.0015	0.0143
Si	-0.0956	-0.3339	-0.3836
Si	0.1608	0.1626	-0.1393
Si	0.2762	-0.1538	-0.0317
Si	0.6168	0.1309	-0.2012
Si	0.0017	0.0717	0.0864
Si	-0.207	0.1572	-0.0959
Si	-0.0286	-0.1128	-0.1163
Si	0.1638	-0.2303	0.0396
Si	-0.0596	0.1673	-0.1441
Si	-0.1394	-0.2123	-0.1112
Si	0.0874	-0.0816	0.2234
Si	0.0873	0.1498	-0.0414
Si	-0.2317	0.062	0.0531
Si	-0.1827	-0.0303	-0.1288
Si	0.0885	0.0426	-0.0356
Si	0.1484	0.1039	-0.1461
Si	0.011	0.0624	-0.0704
Si	0.1832	0.2177	0.2717
Si	-0.0191	-0.1006	0.0445
Si	-0.086	0.201	-0.1906
Si	-0.098	0.2354	-0.1386
Si	0.3013	-0.1252	-0.4533
Si	-0.1239	0.1391	-0.3201
Si	0.075	-0.0509	0.101
Si	0.2582	0.2037	-0.0589
Si	0.1246	-0.1919	-0.2192
Si	-0.0139	-0.0361	0.3203
Si	0.1431	0.0132	-0.233
Si	-0.2086	-0.0335	0.139
Si	0.165	0.0023	-0.1487
Si	0.2115	-0.0457	-0.2041
Si	-0.0838	0.0649	-0.2796
Si	-0.0639	0.2508	-0.3736
Si	-0.1636	-0.0714	-0.2892
Si	-0.1418	-0.0479	-0.244
Si	0.0343	-0.0521	-0.2297
Si	0.1516	-0.1006	-0.3328
Si	0.125	-0.021	-0.115
Si	-0.0829	0.0702	-0.0693
Si	0.1147	-0.049	0.3736
Si	0.0534	0.0233	-0.0503
Si	0.1444	0.2074	0.1063
Si	0.0283	-0.0186	-0.1471
Si	-0.1595	0.3024	-0.1665
Si	-0.2063	0.2921	-0.1827
Si	-0.1056	0.2029	-0.4482
Si	-0.139	0.013	-0.3508
Si	-0.0595	-0.0336	-0.2891
Si	0.0167	-0.0591	-0.1943
Si	0.1465	0.0818	-0.127
Si	-0.0204	-0.1276	-0.4011
Si	0.181	-0.0673	-0.1162
Si	0.0671	-0.1864	-0.0111
Si	0.3062	-0.0262	0.0161
Si	-0.0881	-0.0978	-0.209
Si	-0.0639	-0.0908	0.0031
Si	-0.0127	0.0969	-0.1087
Si	-0.1392	-0.0664	-0.0659
Si	0.0248	-0.0633	-0.3307
Si	-0.0806	0.0136	-0.25
Si	-0.0594	-0.2242	-0.1808
Si	-0.0666	-0.1138	0.1745
Si	-0.2073	0.1322	-0.1534
Si	-0.0368	0.0053	0.2663
Si	0.1249	0.0224	0.232
Si	0.0273	0.0733	0.2555
Si	0.2508	-0.0409	0.1489
Si	0.0176	0.0352	0.0409
Si	0.1429	0.0661	0.0518
Si	-0.0663	-0.0534	0.0341
Si	-0.0961	0.1329	0.0604
Si	-0.0856	0.0509	0.0143
Si	-0.1078	-0.2093	0.0173
Si	-0.1398	-0.0894	0.2624
Si	0.0373	-0.1132	-0.0085
Si	0.1576	-0.0589	-0.0467
Si	-0.0058	0.255	0.0798
Si	-0.0646	-0.0231	0.0936
Si	0.0064	0.0696	0.1284
Si	0.0324	-0.1388	0.0907
Si	-0.0229	0.0768	0.0971
Si	-0.1962	0.1518	0.0044
Si	0.0523	0.054	0.154
Si	0.1224	-0.0952	0.1449
Si	-0.0242	-0.0091	-0.0654
Si	0.1423	-0.1367	0.1466
Si	0.0271	-0.1708	0.0271
Si	0.0589	-0.143	0.1333
Si	-0.0214	-0.1114	0.2455
Si	0.12	0.0908	0.1094
Si	0.0566	0.062	0.0089
Si	-0.0081	0.0488	-0.0788
Si	0.0248	0.0538	-0.0639
Si	-0.125	0.1128	-0.0445
Si	-0.1284	0.0363	0.1036
Si	-0.1528	-0.0846	-0.2424
Si	-0.0396	-0.0673	-0.0359
Si	-0.012	-0.0438	-0.1099
Si	0.1401	0.079	-0.064
Si	-0.0419	0.0013	-0.0492
Si	-0.08	-0.1061	-0.1049
Si	-0.1074	0.0376	-0.083
Si	0.0356	-0.0729	-0.0759
Si	0.078	-0.021	-0.0374
Si	-0.0146	0.1346	-0.0656
Si	0.033	0.0337	-0.1076
Si	-0.0553	0.0744	-0.0348
Si	-0.0815	-0.0754	-0.0697
Si	0.0116	-0.0186	-0.108
Si	-0.0287	0.0122	-0.2593
Si	0.0214	-0.0612	-0.0892
Si	0.0909	-0.0792	-0.0453
Si	-0.0915	-0.1086	-0.0511
Si	-0.0736	0.0047	-0.1109
Si	0.0883	0.0222	0.0088
Si	0.0873	-0.0439	-0.0406
Si	-0.0268	-0.1334	-0.0156
Si	-0.0381	-0.066	-0.0275
Si	-0.1014	-0.0395	-0.0645
Si	-0.1028	0.0622	-0.1401
Si	-0.0288	-0.024	-0.1322
Si	-0.0632	0.0795	-0.1031
Si	0.0549	0.1562	-0.2324
Si	0.0597	0.1099	-0.0185
Si	0.1458	0.0101	-0.1238
Si	-0.0127	-0.0504	-0.115
Si	-0.0489	-0.0418	-0.0702
Si	0.1437	0.0609	-0.0319
Si	-0.0336	0.0085	-0.1711
Si	-0.0661	0.0552	0.0723
Si	0.0644	-0.0382	-0.183
Si	0.1196	0.0137	0.0017
Si	-0.0066	0.0601	0.0117
Si	-0.0118	0.0195	0.0158
Si	0.0247	0.0085	0.0117
Si	0.0127	0.0025	-0.0001
Si	-0.0191	-0.0043	-0.0045
Si	-0.0001	0.0248	-0.015
Si	0.0059	0.0122	-0.0051
Si	-0.0064	0.0014	-0.0177
Si	-0.0142	0.0016	-0.0069
Si	0.0002	0.0021	-0.0129
Si	0.0093	-0.0011	-0.0196
Si	-0.0082	-0.0073	0.018
Si	-0.0531	-0.0015	0.007
Si	-0.016	-0.0002	0.0136
Si	0.0138	0.0154	0.0209
Si	0.0055	0.033	0.0104
Si	-0.0083	0.0175	0.0042
Si	-0.0085	0.0202	-0.0168
Si	0.0053	-0.0175	0.0011
Si	-0.0021	0.0036	-0.0049
Si	-0.0277	0.0258	-0.0073
Si	-0.0339	-0.0011	-0.0013
Si	0.0315	-0.0354	-0.0121
Si	-0.006	-0.0216	0.0044
Si	-0.0284	0.0263	-0.0074
Si	0.0633	-0.0176	0.0022
Si	0.0258	0.0088	-0.0136
Si	0.0163	0.0321	0.0054
Si	-0.0268	0.0358	-0.0084
Si	0.0033	0.0194	-0.0112
Si	0.0039	-0.0124	-0.0071
Si	-0.002	0.0149	-0.0006
Si	0.0083	0.0311	-0.0064
Si	-0.0163	0.0041	0.0015
Si	0.0047	0.0145	-0.0112
Si	0.023	-0.013	0.0202
Si	0.0303	-0.0396	0
Si	-0.0135	-0.0488	-0.0123
Si	-0.0494	-0.0221	-0.0254
Si	-0.0228	0.0389	-0.0061
Si	-0.0017	0.0227	0.0026
Si	-0.0195	-0.0542	-0.0071
Si	-0.041	-0.0148	0.0023
Si	-0.0022	0.0247	0.0099
Si	0.01	0.0263	0.0035
Si	-0.0244	0.0025	0.0024
Si	-0.0035	-0.0123	0.0133
Si	0.0567	0.0091	-0.01
Si	0.0491	0.0083	0.0009
Si	0.0191	-0.0031	-0.0021
Si	0.0102	-0.0359	0.0174
Si	-0.0073	-0.0266	-0.0174
Si	0.0281	0.0149	0.0047
Si	-0.0228	-0.0443	-0.0046
Si	-0.0044	-0.0205	0.0231
Si	0.0239	-0.0273	0.0019
Si	-0.0036	0.0156	-0.016
Si	0.0175	0.0564	-0.0046
Si	-0.0377	-0.0294	-0.0141
Si	0.0421	0.0174	0.0126
Si	-0.0354	-0.0373	-0.0062
Si	-0.0334	-0.0212	-0.008
Si	-0.0404	-0.0175	-0.0102
Si	0.0281	-0.0006	0.0046
Si	0.0174	-0.0009	-0.0011
Si	0.0399	0.0001	-0.022
Si	0.0176	-0.0036	-0.0011
Si	0.0201	-0.0146	0.0154
Si	-0.0076	-0.008	0.0098
Si	0.0271	-0.0046	-0.0002
Si	-0.0243	-0.0452	-0.0245
Si	0.0001	0.0114	-0.0239
Si	-0.0358	0.0161	-0.0124
Si	-0.0488	0.0057	0.0307
Si	-0.0632	0.0213	0.0274
Si	0.0143	-0.0319	-0.0243
Si	0.0272	-0.0117	0.0061
Si	-0.0083	0.0221	0.009
Si	-0.0217	0.0498	-0.0199
Si	0.0225	0.0518	-0.0388
Si	0.0291	-0.0406	0.0235
Si	0.0069	0.0233	0.0094
Si	0.0072	-0.0632	0.0057
Si	-0.0123	-0.0397	0.0836
Si	-0.0644	0.0055	-0.0242
Si	0.0065	0.0062	0.0448
Si	0.0347	0.026	0.0255
Si	0.0236	0.036	0.0072
Si	-0.0112	0.1114	0.032
Si	0.0058	-0.0422	-0.0215
Si	-0.0084	0.0844	0.005
Si	-0.0616	0.0304	0.0399
Si	-0.0714	0.0315	-0.0228
Si	-0.0136	-0.0762	-0.0103
Si	0.0141	-0.0629	0.002
Si	-0.0725	-0.0235	0.0034
Si	-0.0329	-0.0185	-0.0347
Si	0.0863	0.0242	0.0113
Si	0.0336	-0.0415	0.0169
Si	0.028	0.0025	0.0515
Si	0.0202	0.029	-0.0232
Si	0.0313	-0.0552	0.0033
Si	-0.033	0.0441	-0.0002
Si	0.007	0.0609	-0.0081
Si	0.021	-0.0158	-0.0269
Si	-0.0222	0.0233	0.0147
Si	0.041	-0.0015	-0.0095
Si	0.044	0.0187	0.0047
Si	0.0251	-0.0076	0.085
Si	0.0312	0.0214	0.038
Si	0.0013	-0.0586	0.0221
Si	0.0056	-0.0218	-0.0033
Si	-0.0752	0.0303	0.036
Si	0.0015	-0.0093	0.0596
Si	-0.0378	-0.008	0.0083
Si	-0.0511	-0.0686	0.0012
Si	0.0055	0.0144	-0.0209
Si	0.0538	-0.0498	-0.0426
Si	0.0725	0.1643	0.0035
Si	0.0915	0.0605	0.0743
Si	-0.0217	-0.0017	0.0674
Si	0.0313	-0.106	0.1008
Si	-0.0288	0.0116	0.0952
Si	-0.0183	0.0301	0.0162
Si	0.0432	-0.0279	-0.0594
Si	0.0453	0.0067	-0.0279
Si	-0.0199	-0.0724	-0.0292
Si	-0.04	0.0548	0.0454
Si	-0.0472	-0.0772	0.1124
Si	0.1357	0.072	0.0348
Si	-0.0227	-0.013	0.1085
Si	0.0135	0.0162	0.0668
Si	-0.023	-0.0366	0.0644
Si	-0.0297	-0.0408	-0.1008
Si	-0.0762	-0.029	0.0324
Si	0.0151	0.0745	0.0236
Si	-0.0818	0.002	-0.0668
Si	0.0292	0.0221	0.0884
Si	0.0469	-0.0084	0.0144
Si	0.0117	0.0257	0.0555
Si	-0.0151	-0.0227	0.0355
Si	0.0513	0.0091	0.0892
Si	-0.0774	-0.0429	0.046
Si	-0.0009	-0.0285	-0.044
Si	-0.0381	-0.0247	-0.0776
Si	0.0547	-0.015	0.1525
Si	-0.1317	-0.1542	0.095
Si	-0.0535	-0.0182	0.0848
Si	0.0049	0.0135	0.1105
Si	0.0077	0.0601	0.0475
Si	-0.0608	-0.1035	0.0138
Si	-0.0017	-0.11	0.1478
Si	0.0435	0.0606	0.1198
Si	0.04	0.043	-0.0177
Si	-0.0517	-0.0066	-0.0064
Si	0.0411	0.0411	0.2572
Si	-0.0106	0.065	0.097
Si	0.064	0.1588	0.0524
Si	0.0394	0.1103	0.097
Si	-0.0688	0.0014	0.0248
Si	0.0114	-0.0018	0.0565
Si	-0.0816	-0.005	0.1033
Si	-0.0734	-0.0537	0.1567
Si	-0.0392	-0.0045	0.0928
Si	0.0373	0.0592	0.0353
Si	0.0516	-0.2013	0.0585
Si	-0.0796	0.0652	0.0297
Si	0.054	-0.0378	0.0966
Si	0.0007	0.0027	0.0792
Si	0.0905	-0.0808	0.0797
Si	0.0029	0.0182	0.038
Si	0.0967	0.0542	0.1045
Si	0.0506	-0.1296	-0.0146
Si	0.0102	0.1316	0.0526
Si	-0.0603	0.0151	0.2255
Si	-0.0298	-0.0259	0.0352
Si	0.0586	0.0375	0.075
Si	0.0385	-0.026	0.065
Si	0.0861	0.0493	0.0182
Si	-0.0073	-0.0362	0.171
Si	-0.0225	0.0797	0.1277
Si	0.0127	0.0489	0.0896
Si	0.1024	0.0612	0.223
Si	0.197	0.1882	0.0696
Si	0.1959	-0.1062	0.0598
Si	0.1128	0.0998	0.0078
Si	0.0123	-0.0751	-0.0849
Si	0.0229	-0.1167	-0.1335
Si	0.0487	-0.0593	-0.2357
Si	0.0515	-0.0067	-0.2799
Si	-0.2472	-0.071	-0.2321
Si	-0.1448	-0.1746	-0.1795
Si	-0.0219	-0.0872	0.0893
Si	-0.1822	0.087	-0.1606
Si	-0.1268	0.0119	0.0665
Si	0.055	0.1236	0.0004
Si	0.0859	0.1889	0.2054
Si	0.121	0.1804	-0.0744
Si	-0.0204	-0.058	0.0653
Si	-0.0119	0.0077	0.02
Si	0.0094	-0.2762	0.0349
Si	0.0854	0.1756	-0.0298
Si	-0.1454	-0.0015	-0.0246
Si	-0.088	-0.1355	-0.0436
Si	-0.0122	0.1455	-0.2657
Si	0.0547	0.1534	-0.045
Si	-0.0494	-0.0261	-0.1553
Si	0.0007	0.0102	-0.2072
Si	0.0679	0.1261	-0.0461
Si	0.0179	0.1514	-0.1989
Si	0.0448	-0.084	-0.0559
Si	0.1242	0.0907	0.0401
Si	-0.101	-0.2003	-0.0625
Si	0.0358	-0.1576	-0.0587
Si	-0.1177	-0.0603	-0.3223
Si	-0.0892	0.0373	-0.2545
Si	-0.1061	-0.1228	-0.2494
Si	-0.0323	-0.0422	0.4332
Si	-0.2522	0.091	0.181
Si	0.1179	0.0257	0.5002
Si	-0.04	0.2042	0.3162
Si	-0.0713	-0.0035	0.1964
Si	-0.0428	0.2466	0.4306
Si	-0.0904	-0.0594	0.0625
Si	0.0293	0.1029	-0.0234
Si	-0.0907	-0.4046	0.1119
Si	-0.169	-0.0777	-0.0882
Si	-0.1999	0.0234	0.0372
Si	0.339	0.0439	0.2924
Si	-0.0533	0.0859	0.2216
Si	-0.0309	-0.0169	0.0839
Si	0.0143	0.2537	0.1999
Si	0.2061	0.0315	0.2707
Si	-0.1305	-0.0703	0.045
Si	0.0919	-0.1336	-0.1032
Si	-0.0981	0.1343	0.1071
Si	0.1462	-0.2043	-0.046
Si	0.0248	-0.0098	-0.0596
Si	-0.0983	-0.1054	0.1604
Si	-0.2689	0.1189	0.2007
Si	-0.028	0.048	-0.0443
Si	-0.2035	-0.2007	0.0495
Si	-0.1108	0.0907	0.185
Si	-0.0001	-0.1484	0.2865
Si	-0.0464	0.0796	0.1033
Si	0.3046	0.2123	0.1261
Si	0.1149	-0.0103	0.4267
Si	-0.3693	-0.1557	-0.1474
Si	0.1188	0.0589	0.1039
Si	0.0447	0.0583	0.0099
Si	0.0126	0.0086	-0.0013
Si	0.1659	0.2635	0.149
Si	-0.0649	-0.0237	-0.0328
Si	-0.1025	-0.1906	-0.1172
Si	-0.5989	-0.2222	-0.4704
Si	0.107	0.179	-0.3412
Si	0.1473	-0.1965	-0.2895
Si	-0.3171	-0.3301	0.0857
Si	-0.0352	-0.3815	-0.1662
Si	0.6746	-0.0553	-0.2345
Si	0.1404	0.1422	0.0047
Si	-0.2449	0.3346	0.3665
Si	0.5135	-0.281	0.0042
Si	0.311	0.2273	-0.0823
Si	-0.832	-0.1187	-0.472
Si	-0.4701	0.2925	0.0927
Si	0.2855	-0.2771	-0.4768
Si	-0.1355	0.0077	0.175
Si	-0.0046	0.6098	0.08
Si	-0.1934	0.3887	0.4318
Si	0.1136	-0.3339	0.2
Si	0.0893	-0.2779	0.2145
Si	0.0252	0.27	0.0627
Si	0.213	-0.319	0.3589
Si	-0.1166	0.4339	-0.4468
Si	-0.2619	0.1892	-0.4556
Si	-0.2971	-0.2356	0.4531
Si	0.3078	-0.0427	0.1405
Si	0.4905	0.2979	-0.1527
Si	0.2122	0.1126	0.2213
Si	-0.3841	0.1279	0.6469
Si	-0.1321	-0.1355	0.2966
Si	-0.1541	-0.0341	-0.0676
Si	-0.019	0.2015	0.2198
Si	0.0706	-0.5763	0.2751
Si	0.0545	-0.1039	0.2348
Si	-0.4644	0.5229	-0.1592
Si	0.1848	-0.3351	-0.623
Si	-0.0094	0.2616	0.0687
Si	0.057	-0.1233	0.2463
Si	0.0593	0.0389	0.0338
Si	-0.0497	0.0485	0.2839
Si	0.1083	0.0771	0.3346
Si	0.032	-0.0109	0.1464
Si	-0.1432	0.1872	0.0244
Si	-0.0991	0.0737	0.3178
Si	0.0901	0.2275	0.4487
Si	0.1357	-0.0715	0.3766
Si	0.2128	0.0809	0.2594
Si	0.014	-0.0634	-0.116
Si	-0.2565	0.2989	0.4208
Si	-0.0175	-0.0452	0.0773
Si	0.0331	-0.0314	0.3566
Si	0.0909	-0.1331	-0.2517
Si	0.1196	0.0787	0.0256
Si	0.1998	0.1423	-0.0084
Si	-0.0291	0.0133	0.3082
Si	0.1137	0.0145	0.1809
Si	-0.1387	-0.0024	0.2865
Si	-0.0961	-0.0546	0.3924
Si	-0.064	-0.2225	0.2044
Si	-0.05	-0.0289	0.1431
Si	0.2146	-0.073	0.0691
Si	0.0311	0.342	0.1894
Si	-0.0867	0.1004	0.092
Si	0.0113	-0.0136	0.3668
Si	-0.1695	-0.0591	0.3787
Si	-0.1671	-0.1915	0.1215
Si	0.1362	-0.1629	0.3505
Si	-0.0521	-0.0322	0.0437
Si	-0.0301	0.0328	0.2439
Si	-0.064	0.0437	0.2224
Si	-0.0487	-0.0982	0.1189
Si	0.031	0.1562	0.435
Si	0.1283	0.0906	0.2257
Si	-0.0953	0.121	-0.3473
Si	0.1271	0.0941	0.213
Si	-0.048	-0.1661	-0.1769
Si	-0.0305	-0.0728	-0.2331
Si	-0.117	0.1835	0.4927
Si	0.0434	-0.018	-0.2567
Si	0.062	-0.1255	-0.2395
Si	0.0373	-0.0881	0.0946
Si	0.0286	0.0777	0.2409
Si	0.0427	0.0318	0.304
Si	0.0958	-0.1174	-0.185
Si	0.0882	0.1928	0.1651
Si	0.0052	0.0845	-0.2834
Si	0.1491	0.0148	-0.1041
Si	0.0844	-0.2294	0.5183
Si	-0.0178	-0.1704	0.0879
Si	0.0618	0.0441	0.3118
Si	0.2286	0.0339	0.3255
Si	0.0263	0.1095	0.2054
Si	0.0895	-0.1415	0.2271
Si	-0.0085	-0.0036	-0.0645
Si	0.0062	0.0034	0.3679
Si	0.037	0.1681	-0.2865
Si	0.0895	-0.1383	-0.1606
Si	-0.0107	0.0077	0.2187
Si	-0.0122	0.0414	0.3273
Si	0.04	-0.0019	-0.1103
Si	0.094	0.0324	-0.1488
Si	-0.0479	-0.0925	0.392
Si	0.0405	0.1659	0.0354
Si	0.2247	0.2178	-0.4452
Si	-0.0614	0.1138	-0.0704
Si	-0.0508	0.0024	-0.2782
Si	0.1463	0.0642	-0.0944
Si	0.0685	-0.0977	-0.1786
Si	0.0275	0.0318	-0.33
Si	0.0529	-0.0346	-0.0228
Si	0.0449	0.1372	-0.2206
Si	0.1617	-0.0417	0.0898
Si	-0.2233	-0.3379	-0.6083
Si	-0.2155	-0.0019	-0.2095
Si	0.0957	0.0835	-0.3289
Si	-0.1729	0.1054	0.3257
Si	0.0822	0.0993	-0.4911
Si	-0.1645	-0.0736	0.2
Si	-0.0326	0.1565	-0.3953
Si	0.1893	-0.041	-0.2856
Si	-0.0387	-0.1841	-0.3448
Si	-0.0729	0.0972	0.1498
Si	-0.2018	0.0105	0.4578
Si	-0.0067	0.0623	-0.0772
Si	-0.039	-0.0916	0.0408
Si	0.0097	-0.0087	-0.1815
Si	-0.0292	-0.0361	-0.051
Si	0.1845	0.0462	0.3188
Si	-0.2311	-0.0853	-0.2912
Si	-0.1687	-0.0301	0.19
Si	0.1296	-0.0945	0.1264
Si	0.1032	0.2413	-0.059
Si	0.0953	-0.119	0.2355
Si	-0.1695	0.1063	-0.0738
Si	0.1326	0.1828	-0.3333
Si	0.0194	-0.1026	-0.1421
Si	-0.144	0.0932	-0.2577
Si	-0.1014	-0.0072	-0.2689
Si	0.0633	0.1375	-0.1025
Si	-0.3665	0.0942	-0.1127
Si	-0.1192	-0.0127	-0.3655
Si	-0.241	0.0673	-0.2115
Si	0.0627	0.0853	-0.2496
Si	-0.2972	0.08	0.3684
Si	-0.0277	0.08	-0.0879
Si	0.0969	-0.0313	-0.4848
Si	0.3173	-0.0336	-0.328
Si	-0.02	0.0218	-0.2178
Si	0.1392	0.0412	-0.2612
Si	0.0169	0.1649	-0.3793
Si	-0.0265	-0.0469	-0.409
Si	-0.0385	0.0513	-0.2133
Si	0.028	-0.1921	-0.3433
Si	0.1949	-0.0412	-0.2446
Si	0.1995	-0.0597	-0.2987
Si	0.0509	-0.0393	-0.2529
Si	0.4087	-0.1221	-0.2928
Si	-0.1119	0.1852	-0.1562
Si	0.0755	-0.1347	-0.3213
Si	-0.1135	0.0735	-0.1225
Si	0.1488	0.1645	-0.1349
Si	-0.0165	-0.1973	0.061
Si	0.0635	-0.0402	-0.0802
Si	-0.1003	-0.2296	-0.0669
Si	-0.1008	-0.1218	0.0773
Si	0.0167	-0.1176	0.1037
Si	-0.0733	-0.3438	-0.103
O	-0.1	0.0079	0.8287
O	0.1473	0.1083	0.2323
O	0.2243	0.1825	-0.2142
O	-0.2532	-0.4389	0.5825
O	0.0411	-0.0369	0.2533
O	0.3044	-0.2617	0.0727
O	-0.1039	0.2676	0.2633
O	0.0201	-0.3045	0.6248
O	0.0066	0.2257	0.0577
O	-0.149	0.2626	-0.2467
O	0.4162	0.008	0.2443
O	0.1985	-0.0238	0.2828
O	-0.3567	0.1504	0.4707
O	-0.372	-0.2256	0.4206
O	-0.2166	0.1704	0.4352
O	0.1077	0.2547	0.2986
O	0.0026	0.0459	0.2116
O	0.1842	0.2757	0.0897
O	0.1701	-0.2165	0.4183
O	0.0818	0.099	0.2551
O	-0.1539	-0.1809	0.0027
O	-0.1614	0.3473	0.4933
O	0.0474	-0.3463	0.5485
O	0.2178	0.0633	0.0131
O	-0.0605	0.2088	0.3259
O	0.1376	0.0338	0.0716
O	-0.1278	0.1436	0.0278
O	-0.4084	0.4497	0.2636
O	-0.074	-0.1965	0.1524
O	0.0158	0.0791	0.1402
O	0.2059	-0.2768	-0.0346
O	0.0944	0.023	-0.2095
O	0.0916	-0.1227	0.0173
O	0.3319	-0.0447	0.1077
O	0.0964	-0.1363	0.3631
O	-0.2177	0.3086	0.5212
O	-0.0125	0.1392	0.027
O	-0.0925	-0.082	0.2711
O	0.0025	-0.245	0.2872
O	0.1208	0.191	0.3118
O	0.0515	-0.227	0.291
O	0.0751	-0.2107	0.311
O	-0.0955	-0.0589	0.2414
O	0.118	-0.1188	0.1205
O	0.294	-0.0439	-0.1073
O	-0.1349	0.3399	0.1805
O	0.2106	-0.1311	0.3822
O	-0.0177	0.1794	0.277
O	0.1979	-0.3895	0.2958
O	-0.1492	-0.0647	-0.0137
O	-0.1663	0.1576	0.1998
O	0.177	-0.3062	-0.0758
O	-0.3096	-0.0812	0.5437
O	-0.2367	0.3365	0.0335
O	-0.1906	0.0613	0.444
O	-0.035	0.1562	-0.0593
O	-0.098	-0.2372	-0.0081
O	0.1542	0.1134	0.0735
O	0.0933	-0.0026	0.3562
O	0.1005	0.114	0.1137
O	-0.1948	-0.4024	0.766
O	-0.1444	-0.1985	0.2338
O	0.1104	-0.1641	0.1373
O	-0.0301	-0.3142	0.1588
O	-0.0515	0.2664	0.2057
O	-0.0005	-0.0691	-0.0935
O	0.2145	0.3674	-0.2237
O	-0.1081	-0.2305	0.2218
O	0.1203	-0.3236	0.3898
O	0.026	-0.2331	0.2463
O	0.0552	-0.0928	0.0071
O	-0.1618	0.2388	0.2296
O	0.0406	0.0785	-0.2336
O	0.1978	-0.1438	-0.3791
O	0.1986	0.1269	0.0449
O	0.5196	0.0056	-0.49
O	-0.3431	-0.4186	-0.5448
O	0.0087	-0.0653	0.131
O	0.123	0.058	-0.2797
O	0.1311	0.0143	-0.2601
O	0.0204	0.2288	-0.1869
O	0.5159	0.1205	-0.4434
O	0.1829	0.1317	0.1631
O	-0.168	-0.0039	-0.1388
O	-0.0021	0.0056	0.2209
O	-0.092	-0.2038	-0.1803
O	0.0794	0.2072	-0.078
O	-0.2666	-0.1305	-0.096
O	-0.0126	0.0346	0.0599
O	-0.205	-0.2998	-0.2613
O	-0.2729	0.0695	-0.2885
O	-0.0432	-0.3576	-0.392
O	0.1392	-0.0781	-0.1949
O	0.0854	0.1858	-0.0032
O	0.0802	0.074	0.089
O	0.0615	-0.106	0.0895
O	0.2988	-0.1357	0.0611
O	0.1386	0.3434	-0.772
O	0.3164	-0.1767	0.0682
O	0.0584	-0.1317	-0.1124
O	-0.2641	-0.2053	-0.1359
O	-0.061	-0.0549	-0.1006
O	-0.1299	-0.4901	-0.1685
O	-0.3	-0.2237	0.2225
O	0.308	0.3331	-0.3029
O	0.2136	-0.1341	-0.2736
O	0.3009	-0.1506	-0.1008
O	0.0691	-0.236	-0.0727
O	0.0029	0.0589	0.074
O	0.0338	-0.4083	-0.3402
O	0.1313	-0.2414	-0.1357
O	0.13	0.2254	-0.5101
O	0.2077	0.1508	-0.4622
O	-0.1817	0.2386	-0.0972
O	-0.1947	-0.1116	-0.5384
O	-0.0447	0.0674	-0.2423
O	0.2451	-0.0115	0.1025
O	0.084	-0.1502	-0.0661
O	0.2055	-0.0248	-0.1392
O	-0.1041	0.0123	-0.2974
O	-0.1064	0.0741	0.0093
O	0.1298	-0.0042	0.1868
O	-0.1189	0.0041	-0.3958
O	0.1652	0.1846	-0.0196
O	-0.1527	0.0695	0.3135
O	0.3861	-0.2381	-0.4891
O	0.1853	-0.0638	-0.5346
O	0.1492	-0.0774	-0.4591
O	-0.1544	0.19	-0.1084
O	0.1484	-0.2254	0.0844
O	0.0836	-0.2848	0.0248
O	-0.1106	-0.1768	-0.3159
O	-0.0574	0.2761	-0.4609
O	-0.0684	0.3766	-0.5502
O	-0.007	0.0503	0.0068
O	0.008	0.1034	-0.1346
O	-0.2516	-0.3766	-0.2231
O	0.2239	0.0559	-0.4659
O	0.028	0.114	0.171
O	0.0056	-0.1845	0.0607
O	-0.6242	-0.2698	-0.0825
O	0.185	0.0427	0.1459
O	0.1301	0.1161	-0.1367
O	-0.0788	0.1853	-0.0666
O	0.0241	0.0256	-0.1617
O	-0.2186	-0.1011	-0.1203
O	0.0657	-0.0532	-0.1101
O	0.1449	0.0572	-0.1827
O	0.0447	0.1719	0.1491
O	0.169	-0.0587	-0.2105
O	-0.0006	-0.0444	-0.0381
O	-0.1344	0.2338	-0.0711
O	0.084	0.1208	-0.017
O	-0.1103	0.0219	0.0065
O	0.1889	-0.1457	0.0009
O	0.205	-0.067	0.0938
O	0.0364	-0.1007	0.3693
O	0.0807	-0.1262	0.0146
O	-0.1928	-0.034	0.0091
O	0.0333	0.1955	-0.0439
O	-0.37	-0.1555	-0.1067
O	-0.1425	-0.3567	-0.1609
O	-0.0665	0.2858	-0.1566
O	-0.1217	0.1026	0.2462
O	0.2529	0.066	0.0191
O	0.1997	0.2295	0.1675
O	-0.0417	0.1947	-0.0059
O	-0.0257	-0.0226	-0.2022
O	-0.114	-0.2683	-0.1366
O	-0.1962	-0.0623	-0.217
O	-0.1295	0.04	-0.112
O	0.0779	0.2487	-0.3742
O	0.0624	0.2203	0.1435
O	-0.0556	-0.1913	-0.0278
O	-0.1726	0.0696	-0.2326
O	-0.1452	-0.0377	-0.2044
O	-0.1942	-0.1177	-0.2815
O	0.0003	-0.2058	-0.2661
O	-0.0853	0.2365	-0.1669
O	-0.1669	-0.0202	0.1148
O	-0.0835	0.0341	-0.1493
O	0.0243	-0.0953	-0.308
O	-0.091	-0.0981	-0.2557
O	-0.4175	0.1671	0.0676
O	0.2973	0.3425	-0.0585
O	0.3396	-0.354	-0.4324
O	-0.0452	-0.1029	0.0043
O	-0.3694	-0.0269	0.203
O	0.2717	0.2348	-0.4017
O	-0.1446	0.2553	-0.0766
O	-0.0906	-0.2884	-0.4669
O	-0.0387	-0.0943	-0.1865
O	-0.0594	-0.0352	0.0679
O	-0.0478	0.1066	0.0062
O	-0.0045	-0.2917	0.0171
O	0.1808	-0.1211	-0.0828
O	0.0919	-0.1682	0.2117
O	-0.2723	0.2269	-0.4215
O	-0.1335	0.3079	-0.2143
O	-0.1185	0.086	-0.1913
O	-0.207	-0.099	-0.1181
O	-0.031	0.0587	-0.1333
O	-0.1453	-0.0994	-0.2814
O	-0.2534	0.2937	-0.0118
O	-0.063	-0.119	-0.1284
O	-0.1845	0.2122	0.1154
O	0.226	0.3583	-0.1547
O	-0.1453	0.0411	0.2174
O	0.072	0.3063	0.1815
O	0.1284	-0.265	-0.0167
O	-0.1025	-0.1415	0.3218
O	0.0533	0.0588	0.0255
O	0.1729	-0.1376	0.3016
O	-0.2434	0.0078	-0.0237
O	-0.0282	0.2532	0.0637
O	0.2434	-0.4181	0.2729
O	0.014	-0.0871	0.308
O	-0.0172	-0.0251	0.0892
O	-0.1222	0.3124	0.1578
O	-0.1098	0.225	0.2883
O	0.1974	-0.1348	0.3946
O	-0.1178	-0.0127	0.0512
O	0.0476	0.1117	0.2628
O	-0.115	0.2687	0.2294
O	-0.095	-0.3392	-0.1274
O	-0.3804	0.0401	-0.2474
O	0.191	0.2179	-0.2168
O	0.0195	-0.1339	-0.1069
O	-0.2134	-0.0887	0.0579
O	0.021	0.0327	0.3276
O	0.001	0.0736	-0.215
O	-0.1143	0.1429	0.0187
O	-0.1245	0.1307	-0.1402
O	-0.104	-0.141	0.1276
O	-0.0332	-0.2718	-0.1118
O	0.1851	0.1009	-0.0655
O	0.3044	-0.1233	-0.0252
O	-0.2515	-0.0762	-0.0829
O	0.0769	0.2017	-0.0884
O	0.074	0.037	-0.0694
O	-0.0502	0.2833	-0.0191
O	-0.1218	-0.2415	0.2711
O	-0.1069	0.105	0.1502
O	-0.0669	-0.1217	0.0622
O	0.0783	-0.0297	0.1098
O	-0.0406	-0.1047	-0.0359
O	0.0142	-0.2991	-0.2005
O	0.1912	0.2083	-0.0071
O	-0.02	0.0395	0.085
O	-0.1409	-0.1745	-0.215
O	0.1119	0.0872	-0.0093
O	-0.0965	-0.1131	0.0661
O	0.0515	0.0632	0.0917
O	0.1408	0.0057	0.1474
O	0.0383	-0.2066	-0.2116
O	0.013	-0.0695	0.0913
O	-0.0478	-0.1752	0.0993
O	-0.2099	0.1018	0.012
O	0.0738	0.1238	-0.1467
O	-0.0931	0.0264	0.3228
O	-0.0323	0.2881	-0.2306
O	0.2922	0.0449	0.1753
O	0.1022	0.0064	0.0527
O	-0.1131	0.2402	-0.2713
O	-0.1538	0.1932	0.1559
O	0.0375	0.1439	-0.0093
O	-0.1821	0.1905	0.0205
O	0.0195	0.1166	-0.0112
O	-0.1843	-0.2817	0.1088
O	-0.0698	-0.2305	-0.1532
O	0.1042	0.1589	0.07
O	-0.0127	-0.3535	0.2278
O	0.1004	0.0035	0.3192
O	0.0647	-0.4925	-0.1512
O	-0.0358	0.2062	-0.1811
O	-0.0051	-0.0308	-0.0088
O	-0.0589	0.0162	-0.0379
O	0.0616	0.098	0.1623
O	-0.1665	-0.1051	0.1636
O	0.0818	-0.107	-0.1773
O	-0.191	-0.0816	0.1687
O	-0.2061	-0.2199	0.0962
O	0.2106	-0.2039	-0.235
O	-0.0263	0.0027	-0.1169
O	-0.1435	-0.1837	-0.2197
O	0.1493	0.0643	0.3973
O	0.0102	-0.2601	0.2077
O	0.148	0.075	-0.2017
O	0.1341	-0.1196	-0.022
O	-0.2448	-0.0157	-0.0039
O	0.3567	-0.1474	0.3975
O	0.1171	-0.0484	-0.0723
O	0.1711	-0.0561	0.0482
O	0.026	-0.1473	0.0351
O	-0.2751	-0.2831	0.2743
O	-0.2426	0.2153	0.1003
O	0.0847	0.041	0.1274
O	0.0153	-0.2295	-0.004
O	-0.0931	0.3012	0.103
O	0.1011	-0.2578	0.1384
O	0.1105	-0.068	0.1209
O	0.0474	-0.0472	0.429
O	-0.041	-0.0095	-0.0369
O	-0.1654	-0.2325	0.3056
O	0.1364	-0.0449	0.2641
O	-0.0978	-0.0518	-0.1273
O	-0.0914	0.0142	0.1781
O	-0.0295	0.2427	0.0671
O	-0.2074	0.1933	-0.279
O	0.0007	-0.0712	0.3613
O	-0.1949	-0.0485	0.2775
O	0.074	-0.0203	-0.1794
O	0.0454	0.1683	-0.14
O	-0.085	-0.1289	0.2577
O	-0.1939	-0.2075	0.1246
O	-0.3074	0.2374	0.2334
O	0.0308	-0.0949	0.0679
O	-0.2663	0.0987	0.2433
O	-0.1289	0.0329	0.085
O	-0.1404	0.3551	-0.0008
O	-0.0711	-0.2106	-0.2
O	-0.1165	-0.1761	0.1184
O	0.0879	0.3141	0.2849
O	-0.0499	0.1274	0.2831
O	-0.2893	0.0901	-0.2195
O	0.0303	-0.2476	-0.2383
O	0.0839	0.239	-0.1232
O	-0.0662	0.0376	-0.2916
O	-0.0564	-0.1315	0.0857
O	0.1863	-0.5248	0.3461
O	-0.0756	0.0914	-0.2065
O	0.161	0.0241	0.0994
Si	0.0534	0.0708	0.0057
Si	-0.0219	0.0102	0.0035
Si	-0.0623	-0.0334	-0.0165
Si	0.0248	0.0324	0.0127
Si	0.0522	0.044	0.0105
Si	-0.0082	-0.0574	-0.044
Si	-0.0053	-0.0091	0.0002
Si	0.0123	-0.0026	-0.0052
Si	-0.0333	0.0081	0.0091
Si	0.0352	0.0559	-0.0084
Si	-0.0254	-0.0969	0.0274
Si	0.0088	0.0609	-0.0914
Si	-0.0185	-0.0307	0.0301
Si	0.0322	-0.0139	-0.0715
Si	0.0064	0.0864	0.0395
Si	0.0004	0.0107	-0.0798
Si	-0.027	0.1149	-0.0849
Si	-0.0346	-0.0113	-0.0103
Si	0.0009	-0.0306	-0.0088
Si	-0.0026	0.0599	-0.0226
Si	-0.0139	0.0031	0.0296
Si	0.0199	-0.003	0.047
Si	0.0906	0.0575	-0.005
Si	0.0092	0.0016	-0.039
Si	-0.0123	-0.0146	-0.016
Si	0.0294	-0.0119	0.0588
Si	0.0139	0.0049	-0.0246
Si	-0.0954	-0.0751	-0.0706
Si	-0.0099	-0.0268	-0.052
Si	-0.062	-0.0271	-0.054
Si	0.0662	0.0825	-0.0335
Si	-0.0378	-0.0358	0.0064
Si	0.0071	0.0218	0.0332
Si	-0.0673	-0.049	-0.0598
Si	0.1077	0.041	-0.0402
Si	-0.0418	-0.0451	-0.0121
Si	-0.0835	0.0411	-0.0325
Si	-0.0185	-0.0111	-0.0511
Si	0.0425	-0.0417	-0.0232
Si	-0.0258	-0.0399	-0.0177
Si	-0.0489	0.0319	0.0182
Si	0.0496	-0.0279	0.001
Si	0.0068	0.0172	0.0035
Si	0.0263	-0.0096	0.0125
Si	-0.0057	-0.0266	0.0002
Si	-0.0782	-0.0345	-0.0217
Si	-0.023	-0.0196	-0.0472
Si	0.0578	-0.0568	0.0182
Si	-0.0501	0.0176	-0.0072
Si	-0.0297	0.0488	-0.0418
Si	0.0098	-0.0434	-0.0335
Si	-0.0487	0.0465	-0.0066
Si	0.0243	-0.0326	0.0125
Si	0.0296	-0.0301	-0.0243
Si	-0.0059	-0.0069	-0.0135
Si	-0.0332	0.0251	-0.0099
Si	0.004	-0.0064	-0.0094
Si	-0.067	-0.0177	0.0139
Si	-0.0482	-0.0392	-0.012
Si	0.0207	-0.0048	-0.0179
Si	-0.0445	0.0742	0.0021
Si	0.0929	-0.0563	0.0388
Si	0.0148	0.0162	0.004
Si	0.0261	0.0194	-0.0329
Si	0.0418	0.0025	-0.0553
Si	0.0665	-0.0089	-0.0078
Si	0.0291	-0.0004	0.0265
Si	-0.0111	0.052	-0.0158
Si	0.0707	-0.0769	-0.0102
Si	-0.0058	0.0442	-0.0035
Si	-0.0133	-0.0127	0.0248
Si	0.0202	-0.0394	-0.0266
Si	0.0097	0.0209	0.0255
Si	0.0026	-0.0117	-0.0115
Si	0.0166	0.0367	-0.0051
Si	-0.0383	0.0048	0.0108
Si	-0.0118	-0.0214	0.0097
Si	0.0199	0.0382	-0.0086
Si	0.0042	0.0061	-0.0121
Si	-0.0279	0.0187	-0.0174
Si	-0.0034	-0.0203	0.0016
Si	-0.0187	0.001	0.0086
Si	-0.0262	-0.025	0.0049
Si	0.0681	0.0217	0.0113
Si	0.0294	0.0137	0.0072
Si	0.021	-0.006	0.0011
Si	-0.003	0.034	-0.0062
Si	-0.0275	-0.014	0.0047
Si	-0.0725	-0.0203	-0.0092
Si	0.0307	0.034	0.012
Si	0.0197	0.0782	0.0012
Si	-0.0551	-0.0016	-0.0051
Si	0.0085	-0.0163	0.0122
Si	-0.0133	-0.0041	0.0112
Si	-0.0053	0.0189	0.0179
Si	0.037	0.004	0.0023
Si	0.0201	-0.0374	-0.0004
Si	0.0423	0.0312	-0.0123
Si	0.0191	-0.0337	0.0034
Si	-0.0064	0.0065	-0.0081
Si	-0.0114	0.0018	0.0051
Si	-0.0171	-0.0201	0.0007
Si	0.03	0.0325	0.0074
Si	-0.0375	0.0173	-0.0031
Si	-0.0047	0.0094	-0.0092
Si	-0.0122	0.0195	0.0118
Si	0.0211	-0.0055	0.0105
Si	-0.0152	-0.0331	0.0112
Si	0.0094	-0.0418	0.0041
Si	-0.0124	-0.0114	-0.0095
Si	-0.0091	-0.0173	0.0034
Si	-0.0114	-0.0084	0.0003
Si	0.0065	-0.0024	0.0095
Si	0.011	-0.003	0.0121
Si	0.0084	0.0129	0.0193
Si	0.0044	-0.014	0.0045
Si	-0.0283	-0.0103	0.0053
Si	-0.0093	0.0014	0.0109
Si	-0.024	0.002	-0.0106
Si	-0.0137	-0.0265	-0.0025
Si	-0.0249	0.0143	-0.0018
Si	-0.0166	0.0094	-0.0108
Si	-0.0128	-0.0092	0.002
Si	0.0134	0.0041	-0.0063
Si	0.0512	-0.015	0.0007
Si	0.0015	-0.0189	0.0072
Si	-0.0083	-0.0032	0.0159
Si	0.0049	0.0209	-0.0065
Si	-0.0001	-0.0262	0.0056
Si	-0.0042	-0.021	-0.0006
Si	-0.0521	-0.0044	-0.0093
Si	-0.0248	-0.0055	-0.0027
Si	0.0052	0.0087	-0.0002
Si	0.0007	0.0107	0.0003
Si	-0.0003	0.0188	0.0021
Si	0.0047	-0.0243	-0.003
Si	0.0383	-0.0015	-0.0044
Si	0.0359	0.005	0.0037
Si	-0.0018	0.0074	0.0196
Si	0.0124	0.0031	-0.0005
Si	0.0162	-0.0138	0.0014
Si	0.0116	-0.0163	0.0097
Si	-0.0171	-0.0276	0.0029
Si	0.0061	-0.021	-0.0075
Si	-0.0025	-0.0105	0.0062
Si	-0.0096	0.0266	0.0084
Si	0.0129	0.0253	0.0075
Si	-0.004	0.0112	-0.0023
Si	-0.0097	0.0148	-0.0028
Si	-0.022	-0.0013	-0.0027
Si	0.0016	0.0248	-0.0017
Si	-0.0148	0.0233	-0.0046
Si	-0.0039	0.0111	0.0086
Si	0.003	-0.0101	0.0043
Si	0.0074	0.0003	0.0045
Si	0.0298	0.0041	0.004
Si	0.0199	-0.0032	0.0104
Si	-0.0023	-0.0113	-0.0027
Si	-0.0012	0.0011	-0.0003
Si	-0.0096	0.0023	-0.0032
Si	-0.0221	0.009	0.0001
Si	-0.0191	0.0095	-0.0052
Si	-0.0308	0.0123	-0.0111
Si	-0.0075	0.0135	0.0038
Si	0.0057	0.0093	0.0076
Si	-0.0001	0.0155	0.0041
Si	-0.0106	-0.0065	0.0044
Si	0.0386	-0.0011	0.009
Si	0.0335	0.022	-0.0012
Si	0.0061	-0.0072	0.0092
Si	0.0131	0.0024	0.0045
Si	0.0074	0.0039	-0.0021
Si	0.0049	0.0087	-0.0033
Si	-0.0261	-0.0111	-0.0008
Si	-0.0074	0.0071	-0.0025
Si	-0.004	0.0177	0.0011
Si	0.0125	0.0034	0.0067
Si	-0.0065	-0.0083	0.0003
Si	-0.0018	-0.0159	0.004
Si	0.0126	0.0077	-0.0029
Si	-0.0017	-0.0115	-0.006
Si	-0.0055	-0.0174	-0.0017
Si	-0.0173	-0.0189	-0.0037
Si	-0.0039	-0.0049	-0.0022
Si	0.0058	-0.0043	-0.0018
Si	0.0056	-0.0047	0.0052
Si	0.004	-0.0125	0.0097
Si	-0.0065	0.0056	0.0075
Si	0.0012	0.0006	0.0126
Si	0.0075	-0.0129	0.0028
Si	-0.0131	-0.0104	-0.0028
Si	-0.0298	-0.0065	-0.0087
Si	-0.0166	0.0007	-0.0076
Si	-0.0063	-0.0001	-0.0084
Si	-0.0095	0.0056	-0.0048
Si	0.0157	-0.0051	-0.0009
Si	0.0099	-0.0169	0.0021
Si	0.0055	-0.0051	0.0034
Si	0.0132	0.0034	0.0097
Si	-0.0026	-0.0034	0.0057
Si	0.0025	-0.0149	0.0033
Si	-0.0042	-0.0114	-0.003
Si	-0.0186	-0.0009	-0.0052
Si	-0.0212	-0.0144	-0.0037
Si	-0.0152	-0.0053	-0.004
Si	-0.0055	-0.011	-0.004
Si	0.0117	-0.0106	-0.0048
Si	0.0117	-0.0102	-0.0026
Si	0.0233	-0.0069	0.0049
Si	0.0111	-0.0043	-0.0025
Si	0.017	0.0076	0.0047
Si	0.015	0.0017	0.0048
Si	0.0024	0.005	0.0049
Si	-0.0011	-0.0152	0.0014
Si	-0.0088	-0.0166	-0.0061
Si	-0.0062	-0.0162	-0.0014
Si	0.0178	0.0099	0.0044
Si	0.0013	-0.002	0.0063
Si	0	0.0134	-0.0012
Si	-0.005	0.0147	0.0002
Si	-0.0044	-0.0036	-0.0085
Si	-0.0114	0.0163	-0.0049
Si	-0.0081	0.0253	-0.0028
Si	-0.0151	0.0137	-0.0081
Si	-0.0075	0.0011	-0.0013
Si	-0.0051	0.0033	-0.0009
Si	-0.0022	-0.0054	0.0103
Si	0.0043	-0.0031	0.003
Si	0.0085	0.0151	0.0086
Si	0.0067	0.0043	0.0066
Si	-0.0115	-0.0016	-0.0015
Si	0.0015	0.0099	0.0037
Si	-0.0076	0.0068	0
Si	-0.0202	0.0072	-0.0069
Si	-0.0176	0.011	-0.005
Si	-0.0023	0.0054	-0.0016
Si	-0.0096	0.0019	0.0012
Si	-0.0065	0.005	-0.0036
Si	-0.0035	0.0001	0.0083
Si	0.0142	-0.0095	0.0088
Si	0.0232	-0.0031	0.0066
Si	0.02	0.0076	0.0013
Si	0.0032	0.0166	-0.0037
Si	-0.0009	0.0189	0.0044
Si	-0.0026	0.0022	-0.006
Si	-0.0057	0.0175	-0.009
Si	-0.0062	0.0198	0.0036
Si	-0.0035	0.0078	-0.0049
Si	0.0082	-0.0025	0.0023
Si	-0.0017	-0.0046	-0.0007
Si	0.0274	-0.009	0.0058
Si	0.0125	-0.0051	0.0014
Si	-0.0316	-0.0128	-0.0018
Si	-0.0188	-0.0067	-0.0068
Si	-0.0121	-0.0081	-0.0103
Si	-0.0037	-0.0013	-0.0071
Si	0.0008	-0.0054	0.0003
Si	-0.027	-0.0353	-0.0057
Si	0.0018	0.0086	0.0065
Si	-0.0074	-0.0054	0.0067
Si	-0.0048	-0.0171	0.0064
Si	0.0113	0.0054	0.0048
Si	0.0229	-0.0001	-0.0062
Si	0.0052	-0.0042	-0.0004
Si	-0.0182	-0.0201	-0.0064
Si	-0.0106	0.0021	0
Si	0.0074	0.0085	0.0009
Si	0.01	-0.0069	-0.0024
Si	-0.0056	-0.0062	0.0068
Si	0.0099	-0.011	0.0004
Si	0.0195	0.0021	0.0082
Si	0.0054	-0.0069	0.0102
Si	-0.0137	-0.0007	0.0006
Si	-0.0109	0.004	-0.004
Si	0.0146	-0.0153	-0.0077
Si	-0.0095	-0.0095	-0.0037
Si	0.0032	-0.0123	-0.0069
Si	-0.0411	-0.0361	-0.011
Si	0.0303	-0.0087	-0.0022
Si	0.0111	-0.0083	-0.0007
Si	0.0161	-0.0111	0.0062
Si	0.0098	-0.0085	-0.0088
Si	0.027	0.0048	0.0049
Si	0.0098	-0.0074	0.0017
Si	-0.0108	-0.0178	-0.0062
Si	0.0068	0.0035	0.0025
Si	-0.0265	-0.0075	-0.0095
Si	-0.01	-0.0011	-0.0051
